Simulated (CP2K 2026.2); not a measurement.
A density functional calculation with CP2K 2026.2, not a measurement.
Periodic cell of 3024 atoms, Si2160O864, from a study of silicon, its oxide and their interface. The atomic structure is a simulated model.
Doubt: the forces sum to 4.38 eV/angstrom along one axis rather than to zero, so they err by at least 0.0014 eV/angstrom per atom on average; the grid cutoff is modest.

Settings: functional PBE; method Gaussian and plane waves; basis set DZVP-MOLOPT-SR-GTH; pseudopotentials GTH-PBE; grid cutoff 300 Ry, relative cutoff 40 Ry; k points Gamma only; occupations fixed; spin none; net charge 0.

Cell vectors (angstrom)
a 97.92 0 0
b 0 16.32 0
c 0.5717 -0.6553 33.4958

Atoms: element, x, y, z (angstrom)
Si 2.136 -1.843 -0.053
Si 4.045 1.634 0.098
Si 1.71 3.81 0.048
Si 4.405 6.631 0.277
Si 1.353 -6.557 0.314
Si 4.177 -4.109 0.569
Si 7.154 -1.791 0.157
Si 10.016 0.916 0.427
Si 6.72 4.457 0.289
Si 9.831 6.336 0.224
Si 6.313 9.99 0.133
Si 9.509 12.425 0.394
Si 12.222 -1.345 0.434
Si 15.426 1.05 0.465
Si 12.123 4.163 0.327
Si 14.865 6.936 0.324
Si 12.655 9.178 0.273
Si 15.455 11.943 0.434
Si 2.964 -0.081 1.318
Si 5.604 2.742 1.435
Si 2.765 5.426 1.416
Si 5.482 8.271 1.539
Si 2.752 -5.439 1.783
Si 5.622 -2.715 1.677
Si 8.239 -0.126 1.516
Si 11.01 2.622 1.675
Si 8.285 5.426 1.716
Si 10.955 8.057 1.446
Si 8.166 10.831 1.45
Si 11.016 -2.802 1.777
Si 13.795 -0.116 1.682
Si 16.51 2.713 1.694
Si 13.687 5.364 1.607
Si 16.383 8.062 1.709
Si 13.756 10.794 1.608
Si 16.532 -2.779 1.743
Si 1.459 1.276 2.634
Si 4.169 4.084 2.786
Si 1.385 6.788 2.744
Si 4.131 9.483 3.006
Si 1.403 -3.952 2.92
Si 4.243 -1.279 2.883
Si 6.924 1.348 2.816
Si 9.605 3.984 3.004
Si 6.906 6.91 2.901
Si 9.571 9.453 2.792
Si 6.947 12.184 2.967
Si 9.579 -1.414 3.007
Si 12.42 1.298 3.005
Si 15.066 4.045 2.985
Si 12.292 6.743 2.93
Si 15.05 9.457 3.056
Si 12.402 12.13 3.007
Si 15.096 -1.466 3.072
Si 0.026 0.01 3.995
Si 2.773 2.687 4.067
Si 0.001 5.422 4.041
Si 2.715 8.103 4.212
Si 0.029 -5.384 4.171
Si 2.825 -2.632 4.211
Si 5.556 0.064 4.239
Si 8.216 2.655 4.291
Si 5.498 5.473 4.169
Si 8.267 8.185 4.285
Si 5.519 10.872 4.292
Si 8.251 -2.771 4.353
Si 10.97 -0.03 4.318
Si 13.72 2.688 4.365
Si 10.961 5.391 4.316
Si 13.637 8.097 4.345
Si 10.934 10.79 4.247
Si 13.699 -2.8 4.394
Si 1.328 -1.258 16.335
Si 3.99 1.398 16.421
Si 1.278 4.164 16.308
Si 4.035 6.883 16.375
Si 1.31 -6.695 16.276
Si 4.004 -4.01 16.378
Si 6.731 -1.318 16.491
Si 9.428 1.366 16.509
Si 6.682 4.101 16.469
Si 9.45 6.797 16.488
Si 6.707 9.576 16.43
Si 9.453 -4.058 16.541
Si 12.195 -1.374 16.513
Si 14.894 1.34 16.623
Si 12.196 4.026 16.588
Si 14.9 6.77 16.516
Si 12.177 9.542 16.524
Si 14.941 -4.035 16.559
Si 2.638 0.067 17.813
Si 5.282 2.759 17.833
Si 2.661 5.506 17.669
Si 5.31 8.283 17.799
Si 2.616 -5.345 17.712
Si 5.326 -2.677 17.797
Si 8.058 0.049 17.896
Si 10.785 2.659 17.923
Si 8.046 5.453 17.817
Si 10.797 8.169 17.85
Si 8.054 10.879 17.848
Si 10.832 -2.685 17.892
Si 13.519 -0.082 17.955
Si 16.301 2.757 17.891
Si 13.579 5.407 17.918
Si 16.335 8.07 17.827
Si 13.556 10.921 17.853
Si 16.262 -2.685 17.998
Si 1.283 1.57 19.079
Si 3.914 4.176 19.164
Si 1.329 6.939 18.93
Si 3.923 -6.642 19.173
Si 1.211 -4.003 19.036
Si 3.935 -1.393 19.211
Si 6.569 1.354 19.223
Si 9.326 4.018 19.194
Si 6.709 6.917 19.103
Si 9.412 9.507 19.216
Si 6.679 -4.041 19.155
Si 9.485 -1.284 19.244
Si 12.137 1.251 19.301
Si 15.044 4.142 19.312
Si 12.136 6.769 19.18
Si 15.003 9.522 19.055
Si 12.207 -4.046 19.253
Si 14.871 -1.362 19.433
Si -0.077 0.17 20.358
Si 2.492 2.975 20.629
Si -0.188 5.576 20.015
Si 2.493 8.318 20.487
Si -0.244 -5.377 20.235
Si 2.495 -2.757 20.552
Si 5.231 -0.032 20.64
Si 7.854 2.751 20.599
Si 5.273 5.629 20.403
Si 8.042 8.171 20.608
Si 5.308 -5.289 20.592
Si 8.06 -2.687 20.456
Si 10.771 -0.001 20.822
Si 13.639 2.66 20.402
Si 10.685 5.416 20.487
Si 13.658 8.138 20.323
Si 10.784 10.883 20.509
Si 13.542 -2.796 20.812
Si 1.406 -1.014 21.728
Si 3.599 1.231 21.834
Si 0.687 4.301 21.718
Si 4.157 7.222 21.725
Si 0.663 -6.987 21.64
Si 3.78 -4.14 22.023
Si 6.882 -1.266 21.896
Si 8.931 1.12 21.906
Si 6.663 4.439 21.832
Si 9.083 6.447 21.888
Si 6.443 -6.918 21.852
Si 9.572 -3.872 21.779
Si 11.871 -1.733 22.134
Si 14.842 1.592 22.131
Si 12.185 3.998 21.537
Si 15.146 7.226 21.902
Si 12.407 9.598 21.579
Si 14.65 -4.605 21.97
Si 0.742 -4.139 26.046
Si 4.58 3.243 23.973
Si 6.925 7.231 -4.098
Si 6.928 -0.7 -5.593
Si 3.805 7.737 -4.506
Si 9.275 3.223 -3.837
Si 12.229 -5.809 -2.517
Si 13.252 -7.055 -5.043
Si 12.56 -2.301 25.079
Si 5.31 -2.526 24.192
Si 19.266 -3.745 -6.917
Si 13.064 1.396 24.439
Si 9.175 0.683 -2.388
Si 4.1 -0.116 -6.938
Si 19.664 6.302 -5.645
Si 19.387 -5.841 24.082
Si 22.311 6.165 25.952
Si 17.272 -3.052 -4.576
Si 6.599 2.165 -4.756
Si 8.286 5.304 -2.07
Si 14.183 1.207 -4.266
Si 13.544 6.257 -4.586
Si 7.18 -6.467 -2.793
Si 9.666 -4.533 -2.551
Si 8.732 -4.733 -6.756
Si 6.42 -5.566 -5.373
Si 6.666 -0.956 -2.796
Si 13.998 2.813 -1.759
Si 10.611 -8.048 23.718
Si 14.636 -4.273 -5.729
Si 9.421 -1.741 -6.551
Si 10.648 -6.913 -6.856
Si 14.738 -0.482 25.891
Si 18.943 -2.827 -2.005
Si 13.755 -3.091 -1.758
Si 19.206 7.98 -1.645
Si 8.388 -5.776 23.879
Si 2.848 4.768 -5.19
Si 4.558 -3.964 -6.975
Si 2.67 8.022 -1.791
Si 8.92 7.106 -6.103
Si -2.513 0.04 23.814
Si 2.159 -6.037 23.989
Si 4.428 0.873 -2.918
Si 11.099 4.996 25.413
Si 10.855 5.132 -5.265
Si 10.584 2.467 23.79
Si 13.616 5.692 23.713
Si 0.883 4.105 -3.006
Si 14.954 3.725 -5.941
Si 10.316 -1.792 -3.7
Si 16.814 -1.629 24.514
Si 14.993 3.376 24.545
Si 4.451 -6.938 -6.954
Si 17.613 -1.171 0.38
Si 20.325 1.539 0.542
Si 18.205 3.836 0.479
Si 20.866 6.563 0.648
Si 17.508 9.599 0.378
Si 20.52 11.897 0.258
Si 23.284 -1.541 0.422
Si 26.077 1.136 0.562
Si 23.096 4.365 0.349
Si 26.274 6.661 0.524
Si 22.8 9.755 0.496
Si 25.444 12.504 0.427
Si 28.246 -1.104 0.463
Si 31.499 1.204 0.339
Si 28.199 4.243 0.432
Si 30.97 7.013 0.242
Si 28.891 9.368 0.237
Si 31.636 12.034 0.278
Si 19.124 -0.03 1.772
Si 21.939 2.762 1.707
Si 19.245 5.391 1.851
Si 21.879 8.172 1.943
Si 19.091 10.747 1.7
Si 21.686 -2.789 1.6
Si 24.476 -0.038 1.782
Si 27.163 2.731 1.865
Si 24.605 5.507 1.727
Si 27.408 8.242 1.742
Si 24.416 10.896 1.749
Si 27.129 -2.739 1.696
Si 29.908 0.037 1.653
Si 32.618 2.713 1.725
Si 29.865 5.439 1.607
Si 32.531 8.106 1.647
Si 29.987 10.932 1.577
Si 32.61 -2.69 1.685
Si 17.799 1.356 3.123
Si 20.585 4.035 3.176
Si 17.773 6.748 3.068
Si 20.399 9.464 3.166
Si 17.844 12.181 3.096
Si 20.457 -1.424 3.067
Si 23.182 1.366 3.107
Si 25.817 4.096 3.165
Si 23.297 6.82 3.176
Si 25.891 9.535 3.01
Si 23.057 12.248 3.085
Si 25.833 -1.398 3.13
Si 28.614 1.381 3.097
Si 31.239 4.107 2.988
Si 28.651 6.816 3.106
Si 31.266 9.542 3.02
Si 28.565 12.224 2.964
Si 31.207 -1.373 3.034
Si 16.406 -0.034 4.418
Si 19.161 2.69 4.482
Si 16.389 5.395 4.387
Si 19.058 8.107 4.487
Si 16.407 10.839 4.405
Si 19.139 -2.762 4.469
Si 21.808 -0.029 4.417
Si 24.503 2.71 4.505
Si 21.892 5.448 4.495
Si 24.619 8.195 4.478
Si 21.767 10.864 4.47
Si 24.459 -2.746 4.457
Si 27.232 -0.008 4.426
Si 29.947 2.75 4.426
Si 27.242 5.465 4.442
Si 29.976 8.184 4.445
Si 27.234 10.885 4.375
Si 29.883 -2.743 4.381
Si 17.655 -1.362 16.624
Si 20.398 1.311 16.575
Si 17.676 4.062 16.52
Si 20.378 6.778 16.554
Si 17.71 9.48 16.542
Si 20.447 -4.08 16.596
Si 23.193 -1.36 16.603
Si 25.915 1.322 16.642
Si 23.158 4.04 16.551
Si 25.935 6.801 16.533
Si 23.169 9.552 16.551
Si 25.913 -4.065 16.593
Si 28.63 -1.356 16.625
Si 31.38 1.385 16.629
Si 28.681 4.074 16.604
Si 31.399 6.804 16.601
Si 28.659 9.529 16.58
Si 31.386 -4.082 16.558
Si 19.02 -0.004 17.976
Si 21.828 2.62 17.884
Si 19.017 5.394 17.907
Si 21.736 8.206 17.822
Si 19.042 10.876 17.9
Si 21.866 -2.741 17.943
Si 24.548 -0.044 18.025
Si 27.309 2.708 17.938
Si 24.515 5.466 17.823
Si 27.313 8.13 17.902
Si 24.571 10.869 17.922
Si 27.238 -2.699 17.984
Si 30.009 -0.004 17.972
Si 32.735 2.834 17.933
Si 30.047 5.438 17.974
Si 32.807 8.15 17.929
Si 30.014 10.91 17.922
Si 32.763 -2.747 17.91
Si 17.582 1.389 19.285
Si 20.443 3.977 19.147
Si 17.594 6.691 19.29
Si 20.418 9.533 19.241
Si 17.655 -4.106 19.252
Si 20.463 -1.391 19.251
Si 23.162 1.321 19.348
Si 25.863 4.109 19.156
Si 23.119 6.859 19.096
Si 25.926 9.455 19.231
Si 23.288 -4.072 19.319
Si 25.897 -1.388 19.442
Si 28.677 1.379 19.349
Si 31.442 4.177 19.406
Si 28.662 6.79 19.293
Si 31.436 9.55 19.206
Si 28.604 -4.083 19.286
Si 31.394 -1.423 19.256
Si 16.209 0.105 20.756
Si 19.097 2.655 20.545
Si 16.368 5.371 20.937
Si 18.964 8.166 20.475
Si 16.289 10.819 20.55
Si 19.083 -2.79 20.546
Si 21.846 -0.115 20.702
Si 24.523 2.803 20.574
Si 21.788 5.441 20.354
Si 24.45 8.154 20.513
Si 21.846 10.88 20.557
Si 24.687 -2.854 20.884
Si 27.229 0.071 20.735
Si 30.068 2.785 20.709
Si 27.177 5.454 20.548
Si 30.142 8.142 20.533
Si 27.341 10.728 20.603
Si 29.955 -2.729 20.652
Si 17.868 -1.22 21.745
Si 20.112 0.966 21.836
Si 18.288 4.201 22.127
Si 20.224 6.603 21.588
Si 17.475 9.307 21.89
Si 20.662 -3.934 21.88
Si 22.934 -1.763 22.03
Si 26.086 1.753 21.96
Si 23.314 4.42 21.772
Si 25.542 6.588 21.821
Si 23.426 9.766 21.881
Si 25.919 -4.609 22.152
Si 28.901 -1.038 21.938
Si 31.311 1.121 21.833
Si 28.336 3.906 21.834
Si 31.686 7.19 22.009
Si 28.929 9.551 21.886
Si 31 -4.407 21.922
Si 14.999 -4.029 24.923
Si 19.62 2.513 24.335
Si 23.003 -7.449 -5.76
Si 16.434 -0.003 -5.291
Si 20.881 -8.072 -3.827
Si 24.433 2.468 -1.763
Si 28.416 -5.371 -2.504
Si 30.303 -7.669 -6.185
Si 28.727 1.36 -6.52
Si 23.887 -1.351 25
Si 35.722 -5.48 24.239
Si 29.583 -1.44 24.75
Si 26.096 3.673 -3.978
Si 18.904 0.104 26.104
Si 28.173 5.565 25.842
Si 35.13 -2.783 -6.88
Si 37.409 5.129 25.762
Si 29.665 2.538 -1.806
Si 22.375 3.538 24.599
Si 24.223 5.747 -3.231
Si 29.085 4.313 -4.067
Si 24.496 8.045 -1.509
Si 23.558 -3.315 -4.398
Si 25.97 -4.046 -2.528
Si 24.287 -3.077 -7.208
Si 20.613 -1.092 -6.91
Si 21.217 -1.454 -3.795
Si 29.33 0.226 -3.706
Si 29.325 -5.166 -7.206
Si 34.906 -1.449 -4.304
Si 22.124 -4.837 -6.496
Si 28.332 -2.351 -2.342
Si 31.301 -3.716 24.872
Si 34.927 -2.851 -1.813
Si 32.043 -3.559 -2.658
Si 30.476 -5.481 -4.523
Si 27.002 -5.437 24.999
Si 17.308 4.871 -4.542
Si 27.181 8.056 24.072
Si 21.42 5.357 -3.457
Si 28.099 7.046 -4.745
Si 18.904 4.996 -2.244
Si 13.355 -1.824 -4.24
Si 22.082 0.377 -1.732
Si 30.23 5.314 23.857
Si 25.296 -8.107 -4.255
Si 24.706 1.466 24.778
Si 32.603 6.855 -6.889
Si 15.274 5.588 -2.414
Si 31.012 3.307 -6.276
Si 26.395 3.525 -7.014
Si 33.373 -1.764 26.179
Si 32.762 4.055 24.579
Si 21.608 -7.966 23.859
Si 33.658 -1.021 0.439
Si 36.216 1.571 0.541
Si 34.174 3.837 0.382
Si 36.903 6.542 0.229
Si 33.738 9.695 0.468
Si 36.754 11.926 0.241
Si 39.433 -1.752 0.194
Si 42.243 1.085 0.029
Si 39.08 4.278 0.198
Si 42.426 6.18 0.015
Si 39.105 9.847 0.125
Si 41.594 12.322 -0.017
Si 44.476 -1.108 -0.086
Si 46.886 1.819 -0.134
Si 44.697 4.031 0.349
Si 47.134 6.973 0.011
Si 44.991 9.272 -0.081
Si 47.763 12.105 0.19
Si 35.132 0.058 1.876
Si 37.963 2.722 1.56
Si 35.349 5.432 1.612
Si 38.074 8.157 1.437
Si 35.309 10.843 1.712
Si 37.903 -2.819 1.573
Si 40.666 -0.088 1.35
Si 43.335 2.574 1.512
Si 40.76 5.327 1.466
Si 43.399 8.053 1.199
Si 40.61 10.901 1.553
Si 43.344 -2.804 1.142
Si 46.059 0.045 1.234
Si 48.761 2.712 1.069
Si 46.12 5.458 1.478
Si 48.796 8.142 1.209
Si 46.114 10.849 1.295
Si 49.096 -2.741 1.329
Si 33.858 1.406 3.217
Si 36.689 4.081 2.995
Si 33.956 6.77 2.951
Si 36.708 9.427 2.929
Si 34.009 12.288 3.027
Si 36.63 -1.385 2.949
Si 39.368 1.295 2.788
Si 42.02 3.956 2.865
Si 39.461 6.804 2.8
Si 42.08 9.44 2.663
Si 39.297 12.216 2.966
Si 42.065 -1.454 2.684
Si 44.787 1.268 2.791
Si 47.578 4.054 2.647
Si 44.73 6.82 2.756
Si 47.49 9.494 2.664
Si 44.73 12.223 2.587
Si 47.558 -1.337 2.517
Si 32.537 -0.033 4.459
Si 35.342 2.755 4.407
Si 32.629 5.433 4.35
Si 35.334 8.118 4.305
Si 32.652 10.892 4.354
Si 35.349 -2.712 4.386
Si 38.047 -0.024 4.228
Si 40.696 2.62 4.22
Si 38.095 5.465 4.239
Si 40.793 8.147 4.163
Si 38.016 10.811 4.309
Si 40.748 -2.732 4.183
Si 43.428 -0.112 4.104
Si 46.195 2.693 4.033
Si 43.426 5.393 4.115
Si 46.151 8.152 4.071
Si 43.447 10.84 4.015
Si 46.171 -2.734 3.905
Si 34.103 -1.343 16.568
Si 36.85 1.371 16.497
Si 34.116 4.143 16.565
Si 36.822 6.799 16.536
Si 34.13 9.526 16.565
Si 36.805 -4.091 16.535
Si 39.57 -1.357 16.468
Si 42.246 1.311 16.4
Si 39.549 4.062 16.471
Si 42.282 6.746 16.399
Si 39.524 9.504 16.454
Si 42.288 -4.108 16.426
Si 44.979 -1.406 16.358
Si 47.661 1.322 16.314
Si 45.015 4.042 16.381
Si 47.68 6.773 16.307
Si 45.005 9.493 16.396
Si 47.713 -4.134 16.328
Si 35.479 0.06 17.873
Si 38.21 2.715 17.866
Si 35.493 5.467 17.96
Si 38.162 8.191 17.867
Si 35.461 10.89 17.961
Si 38.178 -2.683 17.811
Si 40.954 -0.035 17.854
Si 43.644 2.656 17.696
Si 40.909 5.44 17.798
Si 43.694 8.057 17.734
Si 40.924 10.841 17.763
Si 43.653 -2.737 17.78
Si 46.363 -0.084 17.709
Si 48.994 2.758 17.61
Si 46.38 5.431 17.738
Si 49.047 8.098 17.671
Si 46.387 10.859 17.749
Si 49.09 -2.781 17.675
Si 34.165 1.513 19.2
Si 36.888 4.081 19.276
Si 34.168 6.843 19.378
Si 36.831 9.529 19.316
Si 34.097 -4.06 19.342
Si 36.811 -1.337 19.21
Si 39.571 1.328 19.192
Si 42.336 4.05 19.049
Si 39.53 6.816 19.17
Si 42.292 9.384 19.023
Si 39.587 -4.05 19.082
Si 42.339 -1.404 19.227
Si 44.968 1.25 19.042
Si 47.749 4.105 19.111
Si 45.064 6.751 19.176
Si 47.737 9.451 19.088
Si 45.058 -4.06 19.123
Si 47.754 -1.455 19.062
Si 32.813 0.07 20.392
Si 35.534 2.774 20.698
Si 32.851 5.498 20.828
Si 35.496 8.237 20.804
Si 32.712 10.888 20.676
Si 35.463 -2.655 20.659
Si 38.203 -0.012 20.569
Si 40.997 2.713 20.417
Si 38.215 5.495 20.61
Si 40.93 8.141 20.494
Si 38.234 10.989 20.491
Si 40.95 -2.794 20.523
Si 43.752 -0.088 20.603
Si 46.285 2.708 20.293
Si 43.666 5.373 20.482
Si 46.442 8.1 20.557
Si 43.696 10.731 20.269
Si 46.478 -2.774 20.576
Si 34.348 -0.932 21.829
Si 36.69 1.158 21.967
Si 34.483 4.344 22.139
Si 36.702 6.631 22.076
Si 33.874 9.437 22.126
Si 37.087 -3.806 21.898
Si 39.323 -1.65 21.809
Si 42.509 1.534 21.761
Si 39.894 4.304 21.724
Si 42.069 6.519 21.761
Si 39.827 9.822 21.721
Si 42.176 -4.503 21.597
Si 45.492 -1.11 21.938
Si 47.553 1.246 21.524
Si 44.743 3.706 21.751
Si 48.191 7.078 21.819
Si 45.152 9.674 21.761
Si 47.519 -4.537 21.819
Si 32.447 -0.272 24.028
Si 38.236 2.93 24.036
Si 38.385 6.287 -4.014
Si 35.926 5.159 -4.992
Si 36.696 -7.366 -4.184
Si 40.126 2.252 -1.803
Si 42.462 -7.998 -4.112
Si 46.505 -6.574 -7.172
Si 43.968 -0.126 -6.339
Si 42.724 -3.011 23.963
Si -46.589 -4.023 -6.559
Si 46.172 -2.015 24.77
Si 39.568 1.879 -4.947
Si 40.406 2.823 26.177
Si 47.27 -5.904 -4.467
Si -45.538 -5.777 23.976
Si -43.193 6.493 26.046
Si 47.346 1.64 -3.149
Si 39.671 6.29 -6.9
Si 41.002 6.05 -2.755
Si -48.448 3.983 -3.333
Si 44.804 6.429 -4.152
Si 38.785 -5.346 -4.487
Si 40.905 -5.977 -2.267
Si 40.728 -3.952 25.887
Si 38.101 -2.557 -5.885
Si 37.948 0.154 -1.468
Si 44.712 2.194 -4.523
Si 44.842 -5.002 -5.472
Si -44.692 -2.432 -4.873
Si 42.913 -2.809 -6.678
Si 45.004 -5.614 -2.775
Si 47.723 -4.508 24.836
Si -46.963 -1.043 -3.134
Si 46.192 -2.747 -2.073
Si -46.827 -6.851 -5.651
Si 39.942 -6.787 26.162
Si 33.057 4.543 -4.691
Si 41.782 -7.65 -7.099
Si 35.052 7.95 -1.817
Si 42.867 4.209 -3.865
Si 35.234 7.738 -6.292
Si 32.058 -0.908 -4.236
Si 37.374 -0.037 -4.51
Si 43.999 7.786 23.862
Si 44.104 4.555 -6.241
Si 41.356 -0.496 23.716
Si 46.719 6.551 24.461
Si 32.87 5.676 -1.85
Si 45.842 3.836 24.666
Si 41.382 1.109 -7.109
Si -48.837 -0.776 24.543
Si 48.193 2.178 24.327
Si 37.995 -7.66 24.078
Si 50.883 -1.937 -0.101
Si 52.708 1.452 0.186
Si 50.48 3.696 -0.292
Si 53.184 6.51 -0.044
Si 49.833 9.789 -0.151
Si 53.013 12.151 0.349
Si 55.823 -1.761 0.037
Si -39.154 1.092 -0.088
Si 55.352 4.109 -0.108
Si -39.306 6.491 -0.135
Si 55.142 9.951 -0.135
Si -39.675 12.514 -0.227
Si -36.782 -1.031 -0.015
Si -33.751 1.241 -0.003
Si -36.925 4.452 0.036
Si -34.247 7.061 -0.129
Si -36.477 9.282 -0.259
Si -33.61 12 -0.005
Si 51.588 -0.183 1.352
Si 54.305 2.644 1.366
Si 51.498 5.366 1.113
Si 54.253 8.2 1.206
Si 51.488 10.732 1.331
Si 54.392 -2.774 1.567
Si -40.882 -0.013 1.116
Si -38.059 2.733 1.211
Si -40.886 5.314 1.127
Si -38.128 8.171 1.07
Si -40.898 10.892 1.05
Si -38.013 -2.737 1.086
Si -35.313 0.108 1.356
Si -32.616 2.807 1.267
Si -35.36 5.571 1.319
Si -32.59 8.215 1.085
Si -35.339 10.856 1.103
Si -32.607 -2.728 1.395
Si 50.105 1.274 2.517
Si 52.903 4.084 2.587
Si 50.197 6.752 2.527
Si 52.891 9.41 2.663
Si 50.292 12.181 2.756
Si 53.012 -1.361 2.789
Si -42.166 1.307 2.603
Si -39.492 4.044 2.553
Si -42.204 6.797 2.474
Si -39.515 9.519 2.42
Si -42.102 12.135 2.696
Si -39.442 -1.383 2.48
Si -36.712 1.441 2.65
Si -34.007 4.142 2.598
Si -36.774 6.912 2.594
Si -33.952 9.545 2.505
Si -36.708 12.212 2.476
Si -34.022 -1.364 2.666
Si 48.835 -0.023 3.993
Si 51.548 2.658 3.889
Si 48.909 5.418 3.993
Si 51.56 8.05 3.985
Si 48.864 10.837 4.042
Si 51.664 -2.775 4.082
Si -43.512 0.01 4.036
Si -40.821 2.693 3.943
Si -43.589 5.453 3.886
Si -40.825 8.14 3.849
Si -43.577 10.792 3.963
Si -40.751 -2.735 3.947
Si -38.106 -0.008 3.895
Si -35.347 2.785 3.978
Si -38.119 5.457 3.891
Si -35.339 8.225 3.916
Si -38.11 10.863 3.821
Si -35.402 -2.757 3.928
Si 50.394 -1.399 16.275
Si 53.074 1.305 16.17
Si 50.385 4.071 16.244
Si 53.082 6.778 16.189
Si 50.379 9.49 16.298
Si 53.059 -4.105 16.197
Si -42.122 -1.393 16.192
Si -39.39 1.301 16.166
Si -42.113 4.038 16.149
Si -39.395 6.801 16.119
Si -42.117 9.499 16.158
Si -39.426 -4.105 16.141
Si -36.698 -1.395 16.187
Si -33.987 1.342 16.228
Si -36.668 4.001 16.191
Si -33.984 6.743 16.158
Si -36.707 9.488 16.125
Si -34.006 -4.09 16.212
Si 51.759 -0.022 17.604
Si 54.443 2.657 17.485
Si 51.773 5.418 17.591
Si 54.441 8.152 17.514
Si 51.732 10.895 17.629
Si 54.394 -2.729 17.535
Si -40.728 -0.051 17.547
Si -37.986 2.581 17.547
Si -40.743 5.438 17.445
Si -38.045 8.146 17.499
Si -40.748 10.846 17.512
Si -38.088 -2.754 17.516
Si -35.337 -0.047 17.565
Si -32.629 2.674 17.632
Si -35.319 5.384 17.535
Si -32.631 8.074 17.534
Si -35.399 10.845 17.508
Si -32.635 -2.747 17.592
Si 50.371 1.399 18.873
Si 53.164 4.027 18.882
Si 50.424 6.73 19.013
Si 53.121 9.524 18.905
Si 50.435 -4.087 19.106
Si 53.075 -1.411 19.002
Si 55.765 1.285 18.837
Si -39.36 4.048 18.721
Si 55.813 6.779 18.816
Si -39.372 9.504 18.885
Si 55.786 -4.093 18.814
Si -39.377 -1.401 18.945
Si -36.674 1.201 19.029
Si -33.982 4.066 18.966
Si -36.695 6.76 18.834
Si -34.03 9.45 18.8
Si -36.796 -4.149 18.876
Si -33.974 -1.37 18.946
Si 49.098 0.038 20.269
Si 51.74 2.721 20.212
Si 49.185 5.37 20.55
Si 51.8 8.176 20.268
Si 49.134 10.796 20.444
Si 51.74 -2.705 20.532
Si 54.495 -0.045 20.302
Si 57.136 2.73 20.002
Si 54.558 5.378 20.207
Si 57.171 8.11 20.169
Si 54.477 10.898 20.224
Si 57.058 -2.697 20.194
Si -38.006 -0.23 20.482
Si -35.273 2.636 20.304
Si -38.008 5.352 20.134
Si -35.355 8.102 20.181
Si -38.156 10.907 20.351
Si -35.354 -2.81 20.137
Si 50.613 -0.953 21.744
Si 52.88 1.158 21.441
Si 50.912 4.244 21.813
Si 53.011 6.59 21.432
Si 50.409 9.331 21.786
Si 53.468 -3.858 21.679
Si 55.635 -1.573 21.688
Si 58.67 1.602 21.282
Si 56.134 4.224 21.519
Si 58.31 6.46 21.374
Si 56.049 9.702 21.472
Si 58.049 -4.224 21.592
Si -36.587 -1.784 21.8
Si -33.787 1.557 21.773
Si -36.898 3.775 21.505
Si -33.853 7.016 21.63
Si -36.478 9.676 21.47
Si -34.26 -4.408 21.409
Si -48.921 -2.122 -6.869
Si -47.482 4.043 24.879
Si -40.445 -2.052 -4.598
Si -44.004 6.414 -2.834
Si -48.421 -7.136 -3.131
Si -40.909 6.896 -2.851
Si -34.781 6.09 -6.474
Si -39.708 -4.714 -3.192
Si -39.29 2.587 -5.574
Si -41.573 -0.109 24.408
Si -31.375 -1.293 -6.191
Si -34.863 -0.225 24.013
Si -38.645 1.703 -2.939
Si -43.319 3.471 -3.031
Si -29.225 6.841 -5.029
Si -29.805 -6.203 23.791
Si -26.561 6.833 26.231
Si -34.37 1.858 -3
Si -43.319 2.474 23.659
Si -39.466 5.508 -5.184
Si -36.913 6.801 -4.39
Si -32.019 -6.676 -6.004
Si -37.599 -6.623 24.173
Si -35.361 -1.031 -2.85
Si -42.612 -0.686 -6.307
Si -42.827 -1.546 -2.919
Si -42.157 2.351 -5.656
Si -36.405 3.984 -2.853
Si -38.252 -3.744 23.696
Si -27.469 -2.831 -2.668
Si -33.798 -7.027 25.713
Si -37.598 -0.751 -4.431
Si -33.806 -4.256 24.406
Si -32.907 -2.668 -2.313
Si -35.67 -4.774 -5.372
Si -32.19 6.922 -5.126
Si -35.205 6.757 24.441
Si -46.968 7.037 -7.197
Si -39.283 4.564 25.475
Si -43.99 -7.715 -4.973
Si -37.22 -6.519 -3.266
Si -46.806 4.54 -5.901
Si 47.971 -1.168 -4.207
Si -44.723 0.806 -2.67
Si -38.36 7.054 24.113
Si -41.912 -6.758 -3.054
Si -44.069 4.241 -7.142
Si -36.884 3.22 24.488
Si 47.751 6.515 -2.922
Si -36.517 -4.441 25.822
Si -39.493 1.842 24.215
Si -32.212 -1.865 24.658
Si -35.078 3.189 -7.075
Si -43.489 -8.065 23.702
Si -31.689 -1.174 -0.091
Si -28.906 1.748 -0.308
Si -31.181 3.959 -0.184
Si -28.312 6.83 0.075
Si -31.363 9.774 -0.261
Si -27.899 11.741 -0.221
Si -25.903 -1.687 -0.299
Si -23.183 1.523 -0.543
Si -26.035 4.764 -0.317
Si -23.483 7.421 -0.028
Si -25.718 9.541 0.237
Si -23.392 12.701 -0.029
Si -20.174 -1.494 -0.023
Si -17.977 1.861 -0.186
Si -20.163 4.151 -0.272
Si -17.952 7.258 -0.014
Si -20.294 9.474 0.329
Si -17.922 12.555 0.111
Si -29.927 0.018 1.005
Si -27.165 2.902 0.859
Si -29.967 5.541 1.125
Si -27.126 8.206 1.504
Si -29.745 10.868 1.042
Si -27.191 -2.827 1.246
Si -24.564 0.061 0.827
Si -21.868 2.934 0.929
Si -24.533 5.709 1.214
Si -21.902 8.307 1.468
Si -24.365 11.033 1.359
Si -21.822 -2.527 1.302
Si -19.096 0.229 1.132
Si -16.404 2.822 1.286
Si -19.041 5.565 1.223
Si -16.318 8.246 1.352
Si -19.061 11.041 1.472
Si -16.355 -2.711 1.493
Si -31.238 1.358 2.526
Si -28.531 4.15 2.42
Si -31.306 6.854 2.519
Si -28.582 9.588 2.647
Si -31.088 12.246 2.534
Si -28.587 -1.342 2.435
Si -25.862 1.471 2.267
Si -23.16 4.224 2.437
Si -25.796 6.862 2.795
Si -23.123 9.706 2.818
Si -25.801 12.319 2.693
Si -23.247 -1.139 2.494
Si -20.535 1.557 2.439
Si -17.712 4.226 2.633
Si -20.469 6.843 2.629
Si -17.682 9.611 2.73
Si -20.495 12.409 2.711
Si -17.759 -1.167 2.601
Si -32.612 0.026 3.932
Si -29.862 2.76 3.842
Si -32.629 5.497 3.922
Si -29.954 8.187 3.935
Si -32.564 10.902 3.86
Si -29.861 -2.658 3.927
Si -27.188 0.086 3.738
Si -24.529 2.795 3.763
Si -27.238 5.442 3.951
Si -24.479 8.276 4.097
Si -27.201 10.943 4
Si -24.48 -2.558 3.958
Si -21.845 0.179 3.867
Si -19.135 2.831 3.899
Si -21.821 5.479 3.951
Si -19.103 8.227 3.999
Si -21.759 11.035 4.126
Si -19.102 -2.537 3.992
Si -31.273 -1.377 16.256
Si -28.606 1.311 16.297
Si -31.295 4.03 16.237
Si -28.619 6.759 16.233
Si -31.272 9.488 16.225
Si -28.543 -4.078 16.27
Si -25.901 -1.385 16.307
Si -23.188 1.383 16.314
Si -25.894 4.065 16.319
Si -23.154 6.85 16.274
Si -25.868 9.51 16.278
Si -23.2 -4.059 16.276
Si -20.481 -1.337 16.358
Si -17.75 1.425 16.346
Si -20.431 4.132 16.299
Si -17.825 6.831 16.221
Si -20.512 9.547 16.299
Si -17.78 -4.026 16.31
Si -29.94 -0.063 17.7
Si -27.259 2.654 17.68
Si -29.95 5.377 17.62
Si -27.286 8.136 17.577
Si -29.915 10.87 17.586
Si -27.188 -2.785 17.727
Si -24.571 0.004 17.661
Si -21.787 2.753 17.629
Si -24.521 5.499 17.607
Si -21.813 8.159 17.726
Si -24.461 10.83 17.656
Si -21.9 -2.706 17.698
Si -19.126 0.061 17.713
Si -16.374 2.784 17.72
Si -19.096 5.49 17.712
Si -16.474 8.233 17.485
Si -19.201 10.941 17.658
Si -16.394 -2.643 17.636
Si -31.317 1.305 19.069
Si -28.641 3.989 19.024
Si -31.315 6.725 18.974
Si -28.59 9.507 18.97
Si -31.297 -4.131 18.942
Si -28.602 -1.464 19.095
Si -25.92 1.292 19.084
Si -23.11 4.171 18.928
Si -25.943 6.806 18.951
Si -23.185 9.469 19.129
Si -25.75 -4.173 19.067
Si -23.238 -1.308 19.069
Si -20.511 1.414 19.094
Si -17.73 4.141 19.101
Si -20.434 6.834 19.127
Si -17.773 9.575 18.914
Si -20.666 -4.148 19.092
Si -17.776 -1.352 19.032
Si -32.689 -0.085 20.454
Si -29.957 2.666 20.48
Si -32.654 5.39 20.417
Si -29.995 8.157 20.289
Si -32.68 10.772 20.168
Si -29.989 -2.903 20.445
Si -27.237 -0.116 20.524
Si -24.504 2.806 20.192
Si -27.234 5.352 20.283
Si -24.694 8.185 20.402
Si -27.13 10.742 20.375
Si -24.408 -2.783 20.469
Si -22.002 0.123 20.488
Si -19.109 2.778 20.468
Si -21.82 5.461 20.469
Si -18.973 8.191 20.419
Si -21.846 10.679 20.67
Si -19.352 -2.65 20.297
Si -31.104 -1.29 21.735
Si -28.881 1.006 21.793
Si -31.551 3.81 21.814
Si -28.382 6.959 21.453
Si -31.651 9.249 21.587
Si -28.43 -4.214 21.67
Si -26.243 -1.916 21.731
Si -23.116 1.815 21.766
Si -25.645 4.235 21.602
Si -23.579 6.575 21.581
Si -26.206 9.224 22.009
Si -22.956 -4.044 22.044
Si -20.421 -1.045 21.722
Si -17.987 1.061 21.624
Si -20.706 3.857 21.827
Si -17.242 7.149 21.625
Si -19.919 9.731 21.912
Si -18 -4.115 21.422
Si -32.847 -3.785 -4.95
Si -30.385 4.51 24.719
Si -22.428 -7.474 -6.784
Si -27.716 4.136 -4.748
Si -25.114 -2.471 -4.307
Si -21.759 1.036 -3.186
Si -20.161 -7.022 -2.429
Si -17.037 -7.202 25.996
Si -20.654 0.901 25.925
Si -24.561 -2.468 24.009
Si -11.681 -1.42 25.533
Si -18.01 0.412 24.463
Si -25.072 5.027 -3.362
Si -29.07 1.943 24.732
Si -16.439 7.015 -2.737
Si -13.379 -5.468 23.633
Si -13.412 -6.538 -4.109
Si -17.302 2.298 -4.741
Si -26.478 0.436 -4.7
Si -23.056 7.16 -4.325
Si -21.321 6.437 -2.183
Si -22.44 -6.323 -4.185
Si -25.996 -3.311 -6.928
Si -22.672 -3.575 -2.993
Si -26.174 -6.679 25.272
Si -29.66 -5.369 -6.99
Si -27.267 2.13 -7.096
Si -24.377 2.209 -3.235
Si -19.893 -6.777 25.019
Si -15.756 -2.128 -6.1
Si -20.755 -3.981 24.357
Si -21.817 -1.482 24.589
Si -17.775 -2.823 24.061
Si -16.129 0.148 -1.927
Si -20.524 -1.608 -3.171
Si -17.323 -5.627 -2.142
Si -28.815 -2.839 -5.468
Si -31.534 2.271 26.119
Si -22.632 7.04 24.31
Si -29.977 7.953 -2.158
Si -20.25 2.735 -5.053
Si -36.861 1.037 -6.739
Si -31.684 1.423 -4.656
Si -28.812 1.524 -3.359
Si -20.214 5.315 24.527
Si -22.221 4.208 -6.781
Si -25.135 2.47 23.954
Si -17.414 6.3 24.629
Si -32.286 5.891 -2.194
Si -15.599 1.492 25.972
Si -24.176 4.794 25.867
Si -14.465 -1.095 24.781
Si -14.981 4.359 24.747
Si -28.998 6.977 24.252
Si -14.79 -1.46 0.389
Si -12.607 1.572 -0.226
Si -14.828 3.873 -0.07
Si -11.993 6.545 0.112
Si -15.099 9.681 -0.021
Si -12.554 -3.466 -0.029
Si -9.171 -1.487 0.083
Si -6.786 1.333 0.657
Si -9.747 4.327 0.09
Si -6.548 6.585 0.04
Si -9.747 -6.841 -0.306
Si -7.016 -3.774 -0.105
Si -4.628 -0.851 -0.107
Si -1.326 1.456 -0.21
Si -4.507 4.17 -0.035
Si -1.661 7.092 0.05
Si -3.774 -6.922 0.128
Si -0.805 -4.342 0.072
Si -13.545 0.142 1.436
Si -10.937 2.637 1.183
Si -13.686 5.451 1.27
Si -10.863 -8.141 1.315
Si -13.699 -5.18 1.208
Si -10.886 -2.54 1.314
Si -8.204 -0.097 1.688
Si -5.441 2.864 1.659
Si -8.151 5.49 1.372
Si -5.414 8.203 1.316
Si -8.269 -5.433 1.039
Si -5.461 -2.627 1.249
Si -2.784 0.13 1.118
Si 0.079 2.658 1.275
Si -2.768 5.356 1.192
Si 0.026 8.147 1.382
Si -2.54 -5.366 1.35
Si 0.275 -2.668 1.278
Si -15.045 1.459 2.678
Si -12.288 4.057 2.598
Si -14.989 6.839 2.656
Si -12.314 -6.676 2.515
Si -14.984 -4.031 2.801
Si -12.182 -1.21 2.762
Si -9.64 1.391 2.739
Si -6.868 4.213 2.864
Si -9.511 6.868 2.708
Si -6.867 -6.717 2.533
Si -9.559 -4.071 2.553
Si -6.733 -1.431 2.851
Si -3.997 1.395 2.742
Si -1.321 4.071 2.593
Si -4.075 6.773 2.657
Si -1.276 -6.759 2.773
Si -4.021 -3.983 2.571
Si -1.3 -1.276 2.471
Si -16.39 0.095 4.023
Si -13.666 2.801 4.031
Si -16.366 5.535 4.034
Si -13.626 -8.061 3.948
Si -16.348 -5.385 4.12
Si -13.612 -2.602 4.051
Si -10.911 0.092 4.181
Si -8.245 2.768 4.076
Si -10.928 5.464 3.974
Si -8.159 -8.054 4.013
Si -10.941 -5.378 3.949
Si -8.197 -2.784 4.046
Si -5.388 0.037 4.089
Si -2.641 2.764 4.058
Si -5.441 5.548 4.125
Si -2.707 8.165 4.029
Si -5.45 -5.371 3.905
Si -2.655 -2.629 3.934
Si -15.028 -1.246 16.311
Si -12.318 1.433 16.263
Si -15.032 4.107 16.275
Si -12.299 -9.464 16.228
Si -15.052 -6.694 16.226
Si -12.316 -3.921 16.22
Si -9.616 -1.226 16.241
Si -6.897 1.439 16.257
Si -9.597 4.141 16.234
Si -6.9 6.877 16.172
Si -9.575 -6.713 16.194
Si -6.869 -3.998 16.181
Si -4.147 -1.274 16.215
Si -1.426 1.432 16.229
Si -4.204 4.142 16.205
Si -1.436 6.866 16.231
Si -4.184 9.598 16.186
Si -1.433 -3.946 16.221
Si -13.656 0.122 17.697
Si -10.934 2.771 17.615
Si -13.616 5.446 17.585
Si -10.933 -8.069 17.541
Si -13.686 -5.276 17.541
Si -10.98 -2.551 17.612
Si -8.287 0.126 17.643
Si -5.528 2.786 17.609
Si -8.236 5.527 17.551
Si -5.562 8.235 17.528
Si -8.197 -5.364 17.543
Si -5.539 -2.622 17.536
Si -2.786 0.081 17.57
Si -0.102 2.788 17.612
Si -2.862 5.519 17.529
Si -0.064 -8.072 17.55
Si -2.865 -5.286 17.483
Si -0.054 -2.625 17.616
Si -14.975 1.48 19.124
Si -12.221 4.122 19.017
Si -15.114 6.819 18.727
Si -12.316 -6.657 18.804
Si -14.967 -3.926 18.994
Si -12.28 -1.19 19.097
Si -9.619 1.48 19.086
Si -6.913 4.167 18.935
Si -9.565 6.907 18.908
Si -6.847 9.604 18.935
Si -9.564 -3.961 18.824
Si -6.903 -1.28 18.895
Si -4.155 1.392 18.945
Si -1.567 4.117 18.864
Si -4.225 6.872 18.873
Si -1.49 -6.653 18.74
Si -4.191 -3.949 18.905
Si -1.356 -1.199 18.918
Si -16.346 -0.001 20.383
Si -13.504 2.815 20.522
Si -16.243 5.507 20.324
Si -13.82 8.293 19.914
Si -16.422 11.017 20.182
Si -13.642 -2.573 20.461
Si -10.897 0.141 20.569
Si -8.282 2.9 20.404
Si -10.873 5.567 20.318
Si -8.225 8.25 20.292
Si -10.959 -5.289 20.132
Si -8.219 -2.648 20.249
Si -5.57 0.043 20.262
Si -2.838 2.757 20.337
Si -5.52 5.502 20.272
Si -2.886 -7.947 20.034
Si -5.504 -5.334 20.309
Si -2.729 -2.579 20.151
Si -14.764 -0.991 21.845
Si -12.449 1.252 22.034
Si -14.556 4.546 21.686
Si -12.586 6.866 21.197
Si -15.2 9.468 21.393
Si -11.91 -3.7 21.57
Si -9.657 -1.519 21.702
Si -6.696 1.642 21.573
Si -9.291 4.575 21.803
Si -7 6.724 21.593
Si -9.45 9.879 21.455
Si -7.171 -4.279 21.556
Si -4.131 -1.334 21.485
Si -1.192 1.755 21.699
Si -4.476 3.847 21.592
Si -1.412 7.105 21.209
Si -3.871 -6.472 21.541
Si -1.754 -4.18 21.546
Si -15.596 -4.709 25.46
Si -9.842 3.963 24.898
Si -10.645 -6.54 -4.45
Si -12.955 -1.543 -5.124
Si -13.673 7.836 -1.912
Si -8.24 2.735 -1.793
Si -1.622 -7.836 -4.306
Si -6.149 -6.805 26.226
Si -4.31 -4.222 25.975
Si -7.593 -0.351 23.753
Si -1.296 7.682 26.24
Si -5.688 -2.793 23.518
Si -5.206 -1.145 -5.804
Si -12.091 2.109 -5.512
Si -1.596 2.456 -2.965
Si -3.016 5.583 23.524
Si 3.402 7.401 24.595
Si -5.429 2.867 -2.72
Si -12.767 4.823 -4.527
Si -8.216 7.623 -2.401
Si -3.733 6.8 -5.454
Si -0.014 6.763 -2.488
Si -11.676 -5.243 -2.114
Si -3.096 -5.196 -4.203
Si -10.701 -2.557 -6.568
Si -9.637 -5.522 -6.916
Si -4.767 -4.751 -1.919
Si -5.674 -0.311 -2.813
Si -5.009 7.891 23.757
Si 2.315 -2.155 -5.697
Si -6.736 7.858 -5.243
Si -1.028 -0.273 -2.617
Si -0.534 -2.328 23.824
Si 1.902 -0.759 -3.082
Si -2.282 -3.143 -2.34
Si -2.462 -5.108 -7.188
Si -10.585 7.7 25.819
Si -12.405 5.436 26.192
Si -9.035 6.378 -6.628
Si -16.354 -6.662 -4.601
Si -3.668 3.717 -4.954
Si -11.241 1.385 25.021
Si -17.715 -0.785 -4.143
Si -13.257 0.624 -3.098
Si -10.41 6.602 -3.935
Si -9.617 0.056 -5.312
Si -7.276 0.6 -6.895
Si -0.262 5.437 24.446
Si -15.581 4.306 -3.099
Si 2.28 4.732 25.534
Si -8.82 -0.035 -2.519
Si 4.746 2.923 -6.719
Si -4.432 1.442 -6.939
Si -11.382 -7.592 23.41
Si 1.371 -1.294 5.465
Si 4.12 1.401 5.525
Si 1.386 4.068 5.411
Si 4.111 6.778 5.555
Si 1.383 9.547 5.508
Si 4.139 12.279 5.57
Si 6.864 -1.35 5.61
Si 9.593 1.33 5.659
Si 6.836 4.09 5.557
Si 9.587 6.778 5.637
Si 6.883 9.524 5.638
Si 9.621 12.181 5.656
Si 12.308 -1.403 5.689
Si 15.039 1.33 5.752
Si 12.323 4.053 5.687
Si 15.007 6.76 5.721
Si 12.269 9.466 5.674
Si 15.039 12.185 5.763
Si 17.747 -1.396 5.781
Si 20.47 1.306 5.821
Si 17.75 4.058 5.772
Si 20.467 6.777 5.811
Si 17.715 9.488 5.808
Si 20.459 12.219 5.85
Si 23.154 -1.361 5.811
Si 25.895 1.351 5.806
Si 23.179 4.068 5.868
Si 25.925 6.814 5.834
Si 23.18 9.519 5.789
Si 25.867 12.218 5.764
Si 28.568 -1.38 5.776
Si 31.251 1.366 5.804
Si 28.591 4.094 5.785
Si 31.331 6.804 5.758
Si 28.579 9.527 5.763
Si 31.284 12.234 5.72
Si 33.981 -1.369 5.74
Si 36.724 1.335 5.652
Si 33.986 4.101 5.741
Si 36.727 6.779 5.64
Si 34.018 9.512 5.684
Si 36.705 12.203 5.682
Si 39.425 -1.372 5.577
Si 42.119 1.275 5.508
Si 39.411 4.048 5.583
Si 42.124 6.762 5.514
Si 39.446 9.476 5.585
Si 42.128 12.183 5.465
Si 44.853 -1.436 5.404
Si 47.534 1.329 5.402
Si 44.846 4.048 5.424
Si 47.54 6.763 5.376
Si 44.819 9.525 5.427
Si 47.507 12.234 5.348
Si 50.246 -1.381 5.342
Si -44.95 1.368 5.303
Si 50.269 4.031 5.329
Si -44.932 6.749 5.323
Si 50.245 9.455 5.355
Si -44.877 12.174 5.371
Si -42.142 -1.397 5.321
Si -39.451 1.338 5.29
Si -42.216 4.077 5.254
Si -39.473 6.803 5.253
Si -42.183 9.449 5.283
Si -39.403 12.213 5.276
Si -36.746 -1.371 5.271
Si -33.976 1.387 5.288
Si -36.741 4.128 5.291
Si -34.004 6.836 5.283
Si -36.732 9.556 5.248
Si -33.966 12.235 5.242
Si -31.26 -1.338 5.284
Si -28.526 1.393 5.209
Si -31.247 4.104 5.235
Si -28.588 6.825 5.293
Si -31.292 9.543 5.3
Si -28.54 12.319 5.334
Si -25.887 -1.228 5.257
Si -23.197 1.493 5.248
Si -25.854 4.086 5.258
Si -23.123 6.855 5.364
Si -25.887 9.592 5.401
Si -23.167 12.398 5.384
Si -20.5 -1.194 5.301
Si -17.778 1.479 5.317
Si -20.465 4.144 5.328
Si -17.742 6.885 5.378
Si -20.418 9.598 5.399
Si -17.747 -3.952 5.359
Si -15.021 -1.264 5.384
Si -12.335 1.451 5.44
Si -15.014 4.17 5.385
Si -12.28 6.873 5.317
Si -14.979 -6.764 5.404
Si -12.263 -4.01 5.366
Si -9.519 -1.344 5.404
Si -6.819 1.405 5.382
Si -9.591 4.15 5.406
Si -6.816 6.927 5.422
Si -9.57 -6.719 5.344
Si -6.798 -4.091 5.381
Si -4.011 -1.325 5.391
Si -1.295 1.389 5.403
Si -4.058 4.125 5.397
Si -1.347 6.814 5.403
Si -4.106 -6.747 5.322
Si -1.381 -3.998 5.413
Si 2.731 0.046 6.855
Si 5.461 2.75 6.913
Si 2.721 5.415 6.848
Si 5.472 8.15 6.923
Si 2.75 10.9 6.874
Si 5.478 -2.691 6.949
Si 8.215 -0.016 6.996
Si 10.928 2.707 7.022
Si 8.189 5.428 6.957
Si 10.916 8.125 7.036
Si 8.222 10.872 7.014
Si 10.944 -2.76 7.034
Si 13.642 -0.029 7.068
Si 16.381 2.694 7.117
Si 13.65 5.408 7.076
Si 16.336 8.122 7.119
Si 13.626 10.829 7.06
Si 16.37 -2.751 7.121
Si 19.089 -0.039 7.156
Si 21.805 2.691 7.179
Si 19.091 5.417 7.148
Si 21.821 8.153 7.149
Si 19.075 10.853 7.162
Si 21.813 -2.725 7.178
Si 24.527 -0.005 7.156
Si 27.249 2.723 7.149
Si 24.552 5.444 7.177
Si 27.269 8.174 7.17
Si 24.531 10.869 7.152
Si 27.217 -2.738 7.13
Si 29.916 -0.013 7.143
Si 32.661 2.717 7.106
Si 29.967 5.449 7.121
Si 32.691 8.167 7.089
Si 29.948 10.884 7.104
Si 32.645 -2.738 7.091
Si 35.376 -0.006 7.044
Si 38.082 2.706 6.987
Si 35.384 5.449 7.05
Si 38.097 8.139 6.977
Si 35.366 10.863 7.056
Si 38.098 -2.738 6.974
Si 40.79 -0.033 6.933
Si 43.503 2.677 6.811
Si 40.795 5.409 6.912
Si 43.504 8.144 6.827
Si 40.81 10.856 6.903
Si 43.515 -2.782 6.811
Si 46.195 -0.046 6.766
Si 48.924 2.689 6.73
Si 46.212 5.407 6.776
Si 48.908 8.113 6.743
Si 46.193 10.878 6.769
Si 48.898 -2.743 6.712
Si -46.281 -0.019 6.68
Si -43.564 2.724 6.65
Si -46.271 5.38 6.693
Si -43.547 8.113 6.666
Si -46.277 10.818 6.695
Si -43.511 -2.755 6.685
Si -40.797 -0.018 6.67
Si -38.081 2.717 6.632
Si -40.831 5.429 6.618
Si -38.085 8.163 6.607
Si -40.804 10.846 6.615
Si -38.068 -2.74 6.656
Si -35.354 -0.003 6.615
Si -32.607 2.75 6.627
Si -35.36 5.468 6.645
Si -32.644 8.18 6.662
Si -35.346 10.892 6.62
Si -32.632 -2.712 6.628
Si -29.887 0.039 6.613
Si -27.197 2.731 6.637
Si -29.93 5.456 6.653
Si -27.245 8.182 6.693
Si -29.923 10.919 6.651
Si -27.193 -2.624 6.669
Si -24.52 0.105 6.642
Si -21.833 2.793 6.679
Si -24.519 5.468 6.661
Si -21.785 8.221 6.736
Si -24.517 10.982 6.717
Si -21.798 -2.579 6.719
Si -19.123 0.115 6.694
Si -16.406 2.808 6.711
Si -19.109 5.504 6.71
Si -16.375 -8.093 6.75
Si -19.075 -5.336 6.738
Si -16.382 -2.629 6.736
Si -13.686 0.081 6.774
Si -10.952 2.807 6.77
Si -13.653 5.544 6.719
Si -10.926 -8.095 6.701
Si -13.634 -5.367 6.732
Si -10.92 -2.663 6.753
Si -8.17 0.04 6.745
Si -5.455 2.775 6.733
Si -8.204 5.527 6.73
Si -5.449 -8.055 6.763
Si -8.197 -5.401 6.741
Si -5.435 -2.684 6.713
Si -2.685 0.047 6.762
Si 0.031 2.743 6.799
Si -2.716 5.482 6.773
Si -0.01 8.177 6.805
Si -2.761 -5.383 6.726
Si 0.003 -2.672 6.798
Si 1.374 1.41 8.201
Si 4.084 4.101 8.253
Si 1.36 6.823 8.172
Si 4.103 9.54 8.246
Si 1.359 -4.037 8.175
Si 4.082 -1.315 8.242
Si 6.82 1.38 8.287
Si 9.541 4.077 8.344
Si 6.82 6.798 8.302
Si 9.556 9.501 8.378
Si 6.834 -4.058 8.313
Si 9.56 -1.381 8.361
Si 12.268 1.344 8.399
Si 14.998 4.057 8.448
Si 12.27 6.775 8.407
Si 14.968 9.488 8.454
Si 12.283 -4.11 8.414
Si 14.99 -1.382 8.445
Si 17.722 1.334 8.486
Si 20.434 4.054 8.513
Si 17.71 6.779 8.48
Si 20.447 9.501 8.503
Si 17.709 -4.102 8.496
Si 20.441 -1.381 8.522
Si 23.175 1.347 8.523
Si 25.904 4.077 8.518
Si 23.172 6.794 8.513
Si 25.89 9.516 8.512
Si 23.177 -4.091 8.512
Si 25.88 -1.373 8.499
Si 28.59 1.356 8.506
Si 31.321 4.08 8.468
Si 28.628 6.803 8.5
Si 31.323 9.521 8.446
Si 28.6 -4.083 8.476
Si 31.312 -1.368 8.463
Si 34.039 1.351 8.427
Si 36.743 4.06 8.372
Si 34.055 6.807 8.43
Si 36.762 9.502 8.366
Si 34.024 -4.093 8.426
Si 36.751 -1.382 8.362
Si 39.46 1.34 8.313
Si 42.179 4.039 8.224
Si 39.461 6.766 8.307
Si 42.174 9.486 8.239
Si 39.474 -4.106 8.299
Si 42.182 -1.417 8.222
Si 44.868 1.316 8.162
Si 47.583 4.042 8.118
Si 44.877 6.774 8.162
Si 47.57 9.497 8.106
Si 44.869 -4.116 8.187
Si 47.576 -1.392 8.118
Si -47.618 1.331 8.076
Si -44.895 4.053 8.06
Si -47.621 6.751 8.068
Si -44.896 9.474 8.041
Si 50.288 -4.115 8.046
Si -44.896 -1.386 8.022
Si -42.183 1.35 7.999
Si -39.457 4.07 7.984
Si -42.173 6.766 8.019
Si -39.439 9.504 7.991
Si -42.143 -4.121 8.016
Si -39.43 -1.38 8.016
Si -36.708 1.355 7.986
Si -33.985 4.094 7.99
Si -36.729 6.814 7.996
Si -34.009 9.532 8.012
Si -36.692 -4.083 8.009
Si -33.994 -1.357 7.99
Si -31.256 1.38 7.991
Si -28.559 4.094 8.006
Si -31.284 6.813 8.021
Si -28.589 9.555 8.042
Si -31.286 -4.061 8.017
Si -28.569 -1.307 8.034
Si -25.864 1.411 8.054
Si -23.172 4.138 8.065
Si -25.875 6.821 8.038
Si -23.164 9.591 8.066
Si -25.872 -3.994 8.071
Si -23.181 -1.249 8.059
Si -20.483 1.443 8.072
Si -17.756 4.155 8.089
Si -20.443 6.859 8.099
Si -17.726 -6.709 8.099
Si -20.459 -3.98 8.076
Si -17.766 -1.263 8.067
Si -15.061 1.449 8.099
Si -12.315 4.178 8.102
Si -15.022 6.87 8.105
Si -12.287 -6.738 8.084
Si -15.02 -4.009 8.084
Si -12.302 -1.295 8.097
Si -9.567 1.415 8.077
Si -6.835 4.148 8.072
Si -9.576 6.877 8.087
Si -6.841 -6.734 8.12
Si -9.557 -4.024 8.098
Si -6.803 -1.317 8.083
Si -4.089 1.411 8.091
Si -1.354 4.121 8.131
Si -4.095 6.866 8.1
Si -1.391 -6.745 8.107
Si -4.106 -4.031 8.108
Si -1.352 -1.306 8.152
Si -0.006 0.049 9.528
Si 2.717 2.75 9.592
Si -0.014 5.479 9.52
Si 2.711 8.18 9.562
Si -0.026 -5.401 9.495
Si 2.71 -2.686 9.564
Si 5.44 0.029 9.626
Si 8.163 2.721 9.684
Si 5.438 5.45 9.635
Si 8.163 8.151 9.694
Si 5.447 -5.422 9.63
Si 8.175 -2.716 9.703
Si 10.893 -0.011 9.739
Si 13.612 2.702 9.778
Si 10.883 5.425 9.736
Si 13.601 8.132 9.794
Si 10.898 -5.457 9.753
Si 13.62 -2.741 9.787
Si 16.339 -0.025 9.816
Si 19.068 2.693 9.854
Si 16.339 5.418 9.821
Si 19.068 8.142 9.838
Si 16.325 -5.463 9.818
Si 19.067 -2.743 9.852
Si 21.801 -0.012 9.864
Si 24.537 2.715 9.864
Si 21.803 5.424 9.852
Si 24.537 8.15 9.864
Si 21.805 -5.454 9.852
Si 24.529 -2.727 9.861
Si 27.24 -0.01 9.853
Si 29.975 2.717 9.833
Si 27.269 5.44 9.858
Si 29.991 8.166 9.833
Si 27.258 -5.441 9.847
Si 29.965 -2.725 9.827
Si 32.69 -0.007 9.798
Si 35.406 2.713 9.761
Si 32.703 5.442 9.793
Si 35.424 8.163 9.762
Si 32.683 -5.441 9.799
Si 35.406 -2.727 9.751
Si 38.118 -0.014 9.699
Si 40.839 2.703 9.634
Si 38.122 5.424 9.7
Si 40.834 8.137 9.635
Si 38.132 -5.45 9.695
Si 40.844 -2.747 9.636
Si 43.541 -0.039 9.561
Si 46.242 2.684 9.503
Si 43.543 5.416 9.56
Si 46.244 8.137 9.506
Si 43.539 -5.473 9.581
Si 46.243 -2.746 9.514
Si -48.964 -0.03 9.456
Si -46.245 2.689 9.426
Si -48.964 5.404 9.46
Si -46.249 8.118 9.414
Si 48.953 -5.466 9.445
Si -46.253 -2.75 9.392
Si -43.527 -0.02 9.373
Si -40.804 2.702 9.357
Si -43.52 5.414 9.401
Si -40.796 8.137 9.359
Si -43.52 -5.473 9.375
Si -40.789 -2.746 9.369
Si -38.058 -0.012 9.358
Si -35.339 2.713 9.345
Si -38.082 5.426 9.344
Si -35.36 8.159 9.367
Si -38.066 -5.458 9.353
Si -35.335 -2.722 9.371
Si -32.621 0.002 9.347
Si -29.91 2.731 9.378
Si -32.635 5.442 9.376
Si -29.931 8.172 9.399
Si -32.637 -5.435 9.379
Si -29.925 -2.698 9.381
Si -27.214 0.036 9.415
Si -24.515 2.765 9.435
Si -27.219 5.45 9.404
Si -24.526 8.199 9.404
Si -27.228 -5.4 9.405
Si -24.51 -2.643 9.43
Si -21.822 0.078 9.452
Si -19.119 2.79 9.446
Si -21.816 5.491 9.444
Si -19.09 -8.086 9.45
Si -21.811 -5.366 9.43
Si -19.106 -2.631 9.448
Si -16.415 0.08 9.452
Si -13.684 2.809 9.445
Si -16.391 5.508 9.455
Si -13.667 -8.077 9.456
Si -16.376 -5.356 9.467
Si -13.672 -2.649 9.452
Si -10.941 0.073 9.443
Si -8.208 2.786 9.427
Si -10.948 5.53 9.453
Si -8.218 -8.093 9.457
Si -10.939 -5.373 9.449
Si -8.199 -2.649 9.441
Si -5.463 0.058 9.444
Si -2.741 2.772 9.467
Si -5.478 5.505 9.438
Si -2.746 -8.099 9.473
Si -5.484 -5.366 9.469
Si -2.745 -2.667 9.474
Si 1.351 -1.305 10.898
Si 4.075 1.399 10.964
Si 1.338 4.131 10.905
Si 4.063 6.832 10.953
Si 1.336 9.571 10.878
Si 4.07 -4.037 10.945
Si 6.793 -1.328 11.008
Si 9.51 1.361 11.067
Si 6.792 4.096 11.019
Si 9.515 6.8 11.072
Si 6.793 9.54 11.012
Si 9.518 -4.08 11.077
Si 12.24 -1.369 11.116
Si 14.962 1.342 11.146
Si 12.23 4.066 11.113
Si 14.958 6.778 11.159
Si 12.237 9.503 11.134
Si 14.968 -4.09 11.166
Si 17.697 -1.378 11.186
Si 20.431 1.341 11.212
Si 17.688 4.054 11.182
Si 20.43 6.783 11.192
Si 17.691 9.507 11.176
Si 20.432 -4.099 11.198
Si 23.162 -1.37 11.209
Si 25.892 1.349 11.212
Si 23.171 4.072 11.21
Si 25.903 6.792 11.216
Si 23.172 9.512 11.204
Si 25.903 -4.08 11.201
Si 28.621 -1.362 11.191
Si 31.347 1.356 11.171
Si 28.631 4.075 11.199
Si 31.358 6.797 11.165
Si 28.63 9.521 11.192
Si 31.34 -4.079 11.171
Si 34.064 -1.366 11.137
Si 36.776 1.342 11.088
Si 34.067 4.077 11.134
Si 36.789 6.787 11.087
Si 34.068 9.522 11.125
Si 36.785 -4.092 11.079
Si 39.498 -1.385 11.02
Si 42.206 1.321 10.953
Si 39.499 4.059 11.027
Si 42.207 6.767 10.965
Si 39.502 9.499 11.029
Si 42.206 -4.116 10.976
Si 44.912 -1.394 10.911
Si 47.613 1.322 10.846
Si 44.913 4.048 10.898
Si 47.617 6.767 10.841
Si 44.912 9.481 10.913
Si 47.618 -4.113 10.844
Si -47.589 -1.398 10.793
Si -44.871 1.326 10.765
Si -47.592 4.046 10.806
Si -44.877 6.769 10.768
Si -47.592 9.49 10.785
Si -44.878 -4.109 10.739
Si -42.153 -1.383 10.723
Si -39.427 1.343 10.713
Si -42.148 4.05 10.744
Si -39.431 6.777 10.72
Si -42.155 9.49 10.73
Si -39.421 -4.1 10.72
Si -36.699 -1.368 10.726
Si -33.981 1.351 10.715
Si -36.708 4.064 10.703
Si -33.998 6.797 10.73
Si -36.711 9.508 10.733
Si -33.982 -4.078 10.748
Si -31.282 -1.351 10.748
Si -28.574 1.381 10.777
Si -31.273 4.08 10.741
Si -28.572 6.809 10.769
Si -31.285 9.527 10.76
Si -28.587 -4.057 10.772
Si -25.872 -1.315 10.805
Si -23.173 1.416 10.83
Si -25.875 4.105 10.803
Si -23.184 6.846 10.793
Si -25.878 9.551 10.776
Si -23.165 -4.015 10.799
Si -20.469 -1.29 10.824
Si -17.772 1.426 10.822
Si -20.471 4.132 10.826
Si -17.745 -9.453 10.82
Si -20.463 -6.73 10.802
Si -17.753 -3.996 10.816
Si -15.048 -1.286 10.802
Si -12.317 1.439 10.79
Si -15.039 4.152 10.822
Si -12.318 -9.44 10.818
Si -15.029 -6.724 10.831
Si -12.314 -4.013 10.809
Si -9.577 -1.287 10.793
Si -6.849 1.422 10.785
Si -9.587 4.145 10.781
Si -6.852 -9.463 10.794
Si -9.588 -6.728 10.81
Si -6.853 -4 10.812
Si -4.115 -1.296 10.818
Si -1.39 1.423 10.847
Si -4.12 4.143 10.802
Si -1.387 6.863 10.843
Si -4.12 -6.736 10.814
Si -1.385 -4.024 10.837
Si 2.7 0.041 12.291
Si 5.412 2.748 12.359
Si 2.688 5.477 12.29
Si 5.415 8.182 12.337
Si 2.685 10.927 12.268
Si 5.418 -2.686 12.338
Si 8.132 0.012 12.411
Si 10.851 2.713 12.456
Si 8.144 5.442 12.407
Si 10.85 8.151 12.468
Si 8.133 10.89 12.408
Si 10.858 -2.72 12.456
Si 13.586 -0.01 12.489
Si 16.312 2.692 12.52
Si 13.578 5.416 12.495
Si 16.308 8.154 12.512
Si 13.586 10.87 12.497
Si 16.329 -2.733 12.534
Si 19.052 -0.02 12.55
Si 21.805 2.703 12.549
Si 19.051 5.42 12.524
Si 21.805 8.141 12.537
Si 19.054 10.867 12.537
Si 21.787 -2.729 12.545
Si 24.528 -0.013 12.558
Si 27.273 2.706 12.548
Si 24.541 5.423 12.568
Si 27.277 8.16 12.551
Si 24.535 10.883 12.545
Si 27.27 -2.723 12.547
Si 29.989 0.002 12.535
Si 32.721 2.719 12.507
Si 30.009 5.437 12.532
Si 32.725 8.165 12.495
Si 29.997 10.881 12.54
Si 32.707 -2.713 12.514
Si 35.434 -0.004 12.483
Si 38.146 2.717 12.411
Si 35.438 5.444 12.468
Si 38.162 8.15 12.419
Si 35.435 10.884 12.463
Si 38.156 -2.728 12.417
Si 40.87 -0.022 12.353
Si 43.573 2.689 12.285
Si 40.871 5.419 12.367
Si 43.572 8.132 12.309
Si 40.866 10.862 12.376
Si 43.582 -2.753 12.307
Si 46.283 -0.031 12.25
Si 48.984 2.687 12.183
Si 46.282 5.415 12.24
Si 48.988 8.137 12.174
Si 46.287 10.85 12.241
Si 48.986 -2.749 12.186
Si -46.22 -0.032 12.14
Si -43.501 2.689 12.112
Si -46.224 5.415 12.148
Si -43.507 8.135 12.108
Si -46.22 10.856 12.128
Si -43.511 -2.745 12.087
Si -40.778 -0.027 12.076
Si -38.054 2.695 12.075
Si -40.776 5.411 12.093
Si -38.063 8.128 12.083
Si -40.79 10.861 12.073
Si -38.059 -2.74 12.078
Si -35.329 -0.016 12.086
Si -32.621 2.697 12.092
Si -35.346 5.413 12.075
Si -32.64 8.148 12.105
Si -35.342 10.866 12.093
Si -32.621 -2.726 12.123
Si -29.928 0 12.128
Si -27.222 2.723 12.163
Si -29.92 5.428 12.126
Si -27.217 8.167 12.147
Si -29.928 10.883 12.139
Si -27.231 -2.702 12.145
Si -24.523 0.036 12.19
Si -21.814 2.764 12.209
Si -24.518 5.467 12.172
Si -21.831 8.215 12.149
Si -24.525 10.92 12.14
Si -21.817 -2.668 12.189
Si -19.119 0.067 12.205
Si -16.399 2.782 12.172
Si -19.105 5.497 12.178
Si -16.396 -8.092 12.189
Si -19.114 -5.369 12.174
Si -16.408 -2.629 12.184
Si -13.686 0.083 12.149
Si -10.957 2.798 12.148
Si -13.682 5.517 12.18
Si -10.962 -8.075 12.171
Si -13.68 -5.352 12.191
Si -10.956 -2.635 12.152
Si -8.224 0.079 12.151
Si -5.497 2.786 12.147
Si -8.232 5.504 12.137
Si -5.497 -8.096 12.149
Si -8.235 -5.351 12.154
Si -5.499 -2.636 12.168
Si -2.769 0.072 12.184
Si -0.04 2.77 12.23
Si -2.769 5.503 12.172
Si -0.036 8.219 12.222
Si -2.762 -5.375 12.176
Si -0.034 -2.664 12.212
Si 1.319 1.42 13.605
Si 4.03 4.122 13.684
Si 1.317 6.868 13.601
Si 4.043 9.574 13.646
Si 1.324 -3.999 13.596
Si 4.061 -1.303 13.673
Si 6.759 1.39 13.743
Si 9.485 4.086 13.803
Si 6.763 6.822 13.719
Si 9.472 9.531 13.794
Si 6.765 -4.037 13.729
Si 9.475 -1.356 13.793
Si 12.196 1.346 13.826
Si 14.923 4.039 13.858
Si 12.204 6.784 13.834
Si 14.947 9.524 13.868
Si 12.207 -4.081 13.826
Si 14.953 -1.352 13.858
Si 17.67 1.337 13.889
Si 20.42 4.062 13.871
Si 17.665 6.781 13.85
Si 20.436 9.509 13.867
Si 17.694 -4.091 13.898
Si 20.415 -1.384 13.902
Si 23.163 1.34 13.909
Si 25.918 4.054 13.907
Si 23.163 6.787 13.903
Si 25.912 9.534 13.889
Si 23.169 -4.07 13.885
Si 25.909 -1.364 13.896
Si 28.636 1.354 13.907
Si 31.376 4.077 13.879
Si 28.657 6.799 13.89
Si 31.374 9.513 13.869
Si 28.644 -4.072 13.895
Si 31.358 -1.345 13.888
Si 34.087 1.365 13.861
Si 36.806 4.078 13.802
Si 34.093 6.813 13.837
Si 36.808 9.511 13.79
Si 34.085 -4.079 13.843
Si 36.814 -1.373 13.81
Si 39.525 1.346 13.725
Si 42.243 4.036 13.689
Si 39.529 6.778 13.756
Si 42.241 9.494 13.707
Si 39.521 -4.095 13.758
Si 42.238 -1.396 13.688
Si 44.937 1.328 13.63
Si 47.656 4.046 13.575
Si 44.947 6.766 13.642
Si 47.658 9.485 13.575
Si 44.958 -4.121 13.643
Si 47.654 -1.398 13.592
Si 50.346 1.318 13.523
Si -44.859 4.042 13.483
Si 50.355 6.785 13.523
Si -44.856 9.496 13.482
Si 50.354 -4.118 13.52
Si -44.847 -1.395 13.478
Si -42.122 1.329 13.453
Si -39.401 4.051 13.447
Si -42.14 6.768 13.449
Si -39.424 9.505 13.42
Si -42.151 -4.105 13.441
Si -39.423 -1.391 13.439
Si -36.693 1.332 13.445
Si -33.984 4.05 13.44
Si -36.699 6.759 13.443
Si -33.986 9.51 13.468
Si -36.698 -4.092 13.445
Si -33.98 -1.364 13.478
Si -31.284 1.347 13.496
Si -28.583 4.067 13.524
Si -31.288 6.781 13.473
Si -28.57 9.521 13.513
Si -31.275 -4.084 13.515
Si -28.583 -1.355 13.515
Si -25.887 1.369 13.564
Si -23.177 4.115 13.571
Si -25.877 6.807 13.543
Si -23.179 9.57 13.522
Si -25.884 -4.063 13.516
Si -23.175 -1.326 13.566
Si -20.467 1.406 13.597
Si -17.747 4.132 13.543
Si -20.492 6.847 13.516
Si -17.776 -6.739 13.543
Si -20.461 -4.023 13.563
Si -17.759 -1.285 13.578
Si -15.048 1.418 13.534
Si -12.325 4.141 13.523
Si -15.042 -9.452 13.556
Si -12.314 -6.711 13.544
Si -15.055 -3.983 13.545
Si -12.324 -1.266 13.504
Si -9.595 1.443 13.505
Si -6.879 4.141 13.49
Si -9.601 -9.461 13.493
Si -6.875 -6.728 13.478
Si -9.595 -3.983 13.514
Si -6.872 -1.276 13.521
Si -4.151 1.431 13.524
Si -1.421 4.145 13.546
Si -4.141 6.866 13.512
Si -1.407 9.597 13.55
Si -4.134 -4.003 13.506
Si -1.398 -1.279 13.534
Si -0.046 0.053 14.929
Si 2.653 2.756 15.015
Si -0.065 5.499 14.91
Si 2.674 8.22 14.98
Si -0.06 -5.349 14.917
Si 2.674 -2.649 14.993
Si 5.39 0.04 15.092
Si 8.089 2.742 15.139
Si 5.385 5.478 15.058
Si 8.089 8.169 15.124
Si 5.373 10.932 15.044
Si 8.1 -2.701 15.15
Si 10.817 -0.002 15.174
Si 13.549 2.676 15.216
Si 10.851 5.415 15.196
Si 13.55 8.162 15.186
Si 10.814 10.899 15.17
Si 13.575 -2.719 15.172
Si 16.291 -0.002 15.26
Si 19.059 2.694 15.212
Si 16.288 5.414 15.185
Si 19.053 8.137 15.175
Si 16.314 10.876 15.241
Si 19.044 -2.723 15.271
Si 21.792 -0.033 15.246
Si 24.556 2.678 15.254
Si 21.775 5.414 15.231
Si 24.542 8.172 15.223
Si 21.791 10.893 15.211
Si 24.542 -2.719 15.24
Si 27.269 -0.013 15.258
Si 30.021 2.714 15.241
Si 27.308 5.42 15.231
Si 30.027 8.16 15.243
Si 27.282 10.892 15.245
Si 30.001 -2.705 15.25
Si 32.725 0.021 15.24
Si 35.454 2.745 15.195
Si 32.74 5.465 15.205
Si 35.469 8.167 15.182
Si 32.744 10.87 15.212
Si 35.449 -2.715 15.191
Si 38.199 0.007 15.125
Si 40.884 2.697 15.077
Si 38.174 5.439 15.149
Si 40.899 8.14 15.094
Si 38.157 10.882 15.135
Si 40.904 -2.738 15.094
Si 43.607 -0.035 15.023
Si 46.315 2.689 14.961
Si 43.623 5.388 15.027
Si 46.318 8.143 14.974
Si 43.627 10.85 15.045
Si 46.33 -2.767 14.988
Si 49.02 -0.03 14.936
Si 51.704 2.688 14.858
Si 49.018 5.429 14.906
Si 51.714 8.154 14.872
Si 49.03 10.839 14.92
Si 51.712 -2.741 14.854
Si -43.47 -0.034 14.818
Si -40.746 2.679 14.807
Si -43.49 5.407 14.82
Si -40.773 8.146 14.778
Si -43.495 10.863 14.826
Si -40.792 -2.749 14.797
Si -38.046 -0.048 14.797
Si -35.318 2.68 14.808
Si -38.032 5.387 14.823
Si -35.338 8.118 14.798
Si -38.066 10.859 14.782
Si -35.341 -2.74 14.819
Si -32.626 -0.02 14.871
Si -29.927 2.681 14.888
Si -32.625 5.384 14.822
Si -29.938 8.136 14.846
Si -32.638 10.858 14.864
Si -29.911 -2.727 14.892
Si -27.242 -0.02 14.92
Si -24.536 2.735 14.93
Si -27.229 5.415 14.902
Si -24.512 8.187 14.889
Si -27.209 10.879 14.894
Si -24.549 -2.708 14.905
Si -21.826 0.02 14.96
Si -19.08 2.777 14.938
Si -21.802 5.481 14.922
Si -19.167 8.212 14.886
Si -21.832 10.92 14.909
Si -19.119 -2.653 14.945
Si -16.399 0.087 14.942
Si -13.685 2.771 14.888
Si -16.396 5.486 14.915
Si -13.675 -8.08 14.9
Si -16.431 -5.353 14.891
Si -13.697 -2.589 14.884
Si -10.97 0.099 14.863
Si -8.232 2.794 14.869
Si -10.951 5.499 14.864
Si -8.247 -8.082 14.823
Si -10.955 -5.324 14.885
Si -8.253 -2.612 14.882
Si -5.527 0.089 14.887
Si -2.797 2.792 14.884
Si -5.532 5.508 14.837
Si -2.789 8.233 14.873
Si -5.522 -5.363 14.824
Si -2.787 -2.62 14.852
O 0.655 -1.559 23.056
O 7.726 -7.805 -3.507
O 2.495 0.094 22.255
O 4.188 1.872 23.214
O 2.186 3.994 -3.938
O 0.511 5.352 22.994
O 0.837 -6.257 23.09
O 4.787 -1.236 25.01
O -1.813 4.948 24.409
O 15.021 -3.528 -0.878
O 3.231 -5.371 22.962
O 4.574 -6.09 26.095
O 6.575 -2.069 23.295
O 18.483 3.427 23.588
O 11.338 2.945 22.448
O 13.261 4.908 22.353
O 9.542 -7.734 -6.018
O 3.209 4.022 24.392
O 7.897 5.404 22.358
O 4.846 7.741 25.273
O 8.783 -4.439 23.082
O 8.31 -5.456 25.455
O 12.045 -6.93 -6.098
O 12.409 -1.49 23.675
O 13.677 0.846 23.029
O 14.169 2.413 -5.381
O 18.293 -1.771 -0.968
O 10.377 3.756 24.701
O 15.748 0.785 -4.049
O 14.228 7.108 23.263
O -1.016 -4.447 -6.926
O 13.437 -5.662 22.272
O 11.777 -7.73 22.679
O 15.609 -0.534 24.511
O 20.348 -2.988 25.976
O 17.686 0.807 -5.903
O 15.222 -5.052 26.145
O 5.601 -3.75 25.229
O 8.978 6.49 -1.178
O 14.906 4.978 24.415
O 3.042 -7.868 -3.284
O 18.134 5.791 -5.594
O 11.873 -2.162 -3.719
O 14.794 1.803 -0.811
O 0.35 -0.454 -3.427
O 13.096 -4.453 -2.339
O 5.239 1.939 -3.857
O 9.495 -3.133 -3.327
O 18.925 -5.156 25.474
O 6.069 -5.836 -3.813
O 13.781 7.732 -5.239
O 5.345 7.496 -4.108
O -2.874 -4.791 25.469
O 6.251 2.73 -6.222
O 16.481 -5.538 -0.106
O 15.386 -4.497 23.426
O 1.917 4.773 -6.497
O 13.587 -1.583 26.096
O 20.639 5.235 -4.874
O 2.723 -0.726 -6.35
O 2.855 0.571 -3.245
O 16.118 -2.884 25.26
O -5.012 3.603 -4.083
O 7.298 5.97 -3.161
O -1.723 -7.209 25.598
O 16.036 -4.005 -4.97
O 3.204 -3.084 -0.29
O 20.535 -4.682 -6.583
O 5.407 -0.707 -6.157
O 8.44 -2.751 -0.028
O 9.189 1.816 23.366
O 3.418 -3.219 -6.15
O 22.63 7.397 -6.323
O 18.127 -6.421 23.261
O 11.464 1.293 24.496
O 43.626 7.884 25.423
O 15.595 6.281 -0.989
O -47.426 -7.772 -6.857
O 9.984 -0.698 -2.566
O 46.379 -3.609 25.033
O 12.231 5.748 24.533
O 9.993 -1.166 -5.155
O 10.825 -5.427 -3.225
O 19.688 -3.965 -1.091
O 20.068 -2.138 -2.914
O -24.9 -3.184 -5.743
O -36.157 -5.611 -4.083
O 17.776 -3.305 -3.043
O 12.042 5.719 -4.381
O 2.868 2.705 -0.232
O -46.291 2.538 -0.415
O 13.823 0.83 25.734
O 1.814 -5.031 25.206
O 9.052 -3.261 -6.302
O -5.286 1.263 -2.913
O 9.542 -6.858 23.648
O 1.397 7.041 -1.767
O 18.017 4.57 -0.968
O 1.924 -1.269 -1.554
O 7.592 0.345 -2.468
O 7.976 -1.036 -6.791
O 7.467 4.241 -1.143
O 3.92 7.235 -1.153
O 5.566 5.552 -0.08
O 4.139 3.931 -5.623
O 6.619 -6.924 -1.351
O 12.032 -6.504 -1.079
O -2.297 6.271 22.269
O 11.18 -0.162 -0.004
O -33.857 -1.58 -3.026
O -8.926 -7.466 -1.587
O 9.446 4.383 -2.724
O 6.615 -1.76 -1.397
O 11.019 5.269 -0.143
O -1.098 6.46 -1.337
O -44.142 4.853 -3.227
O -16.797 -0.991 -2.84
O 10.179 -4.32 -1.025
O 18.709 6.62 -2.397
O 18.028 -7.473 -0.978
O 17.23 -2.024 23.019
O 26.759 -4.628 23.585
O 18.981 -0.143 22.27
O 20.476 1.634 23.268
O 19.267 5.495 22.315
O -37.791 -3.558 25.256
O 21.025 7.441 22.693
O 29.575 -4.682 -5.65
O 20.431 -7.028 24.44
O 29.992 -7.447 26.268
O 20.088 -4.692 23.191
O 21.742 -2.823 22.408
O 23.473 -1.196 23.452
O 33.334 5.449 25.184
O 27.264 2.809 22.431
O 28.935 4.815 23.042
O 23.943 6.567 -1.871
O 23.295 2.242 24.846
O 24.436 5.485 22.334
O 22.278 7.334 24.875
O 22.785 -7.045 23.281
O 24.619 -5.564 22.39
O 26.083 -4.745 26.115
O 28.508 -5.391 25.59
O 28.554 -1.459 23.492
O 30.039 0.123 22.043
O 32.147 1.155 23.283
O 34.426 -1.702 -0.807
O 29.723 5.413 25.384
O 30.248 1.93 -6.656
O 30.808 6.714 23.308
O -45.18 -3.663 -5.818
O 29.926 -5.566 22.404
O 31.007 -0.927 24.233
O 34.588 -2.703 -5.325
O 33.378 -1.245 23.108
O 31.583 -2.202 -3.398
O -3.576 5.199 -5.566
O 25.803 7.721 -0.628
O 13.412 2.978 24.533
O 29.855 4.216 -5.513
O 25.819 2.219 25.609
O 26.066 7.392 23.125
O 29.001 1.21 -2.461
O 35.317 6.655 -5.087
O -13.368 5.507 -5.859
O -11.813 -2.683 -5.364
O 28.577 0.781 -5.023
O 31.336 -3.645 -1.195
O 27.697 3.463 -3.934
O -0.038 2.806 -3.225
O 33.645 -3.638 -2.419
O 24.596 -7.244 -5.44
O 39.94 -6.825 -1.249
O 20.002 -7.362 -2.672
O 45.464 4.145 23.133
O 31.237 -6.657 -5.334
O 22.634 -1.692 25.93
O 30.051 3.616 -2.96
O 22.083 -7.194 -4.432
O 26.896 7.983 -4.197
O 18.341 4.177 -3.519
O 16.388 5.782 -3.566
O -27.242 3.479 -6.168
O 31.572 -3.752 23.286
O 20.203 6.485 -7.144
O 32.584 -2.988 25.49
O 40.774 7.42 -7.105
O -5.246 7.241 -5.117
O 21.508 0.001 -3.181
O 25.193 2.572 -3.199
O 23.397 -7.401 -0.756
O 29.436 -6.143 -3.466
O 16.324 -8.065 22.359
O -4.513 3.339 -1.456
O -31.324 3.867 25.878
O 21.706 -5.502 -0.132
O 22.59 -2.282 -3.652
O 22.561 -6.345 -6.847
O 43.35 0.008 -0.53
O 20.862 0.919 -0.85
O 14.31 -2.163 -2.967
O 22.433 3.869 23.017
O 24.408 -2.634 -0.022
O 25.25 1.264 23.265
O 34.416 -6.099 23.473
O 3.579 -7.584 -5.753
O 24.487 6.815 -4.41
O -40.389 5.772 -3.885
O 29.918 8.175 -0.255
O -11.173 4.653 25.498
O 25.522 1.854 -0.768
O -45.22 -6.927 -5.635
O -10.825 7.473 24.245
O 28.792 -1.759 -0.915
O 28.985 -3.836 -2.433
O 26.937 -5.196 -3.155
O 35.846 -0.3 -4.972
O 29.037 -0.497 25.928
O 35.676 -2.116 -3.044
O 33.693 8.029 -6.646
O 19.209 2.624 0.084
O -0.393 8.052 -3.369
O -47.167 6.124 -5.867
O 27.616 6.882 25.091
O -42.665 4.97 26.18
O -3.285 0.683 25.059
O 46.295 -6.469 -3.284
O 29.352 7.942 -5.118
O -23.166 1.384 -3.884
O 27.661 2.53 -6.835
O 22.717 -0.898 -0.962
O 23.817 3.803 -1.026
O 20.227 7.485 -0.514
O 21.936 5.483 0.016
O 28.638 3.313 -0.83
O 28.344 -6.162 -1.09
O -20.66 2.163 -3.584
O -33.561 -5.821 24.664
O 27.166 0.043 0.033
O 32.686 -5.496 -0.066
O 32.557 0.048 -0.166
O 30.952 2.044 -0.955
O 27.19 5.437 -0.105
O -26.594 0.922 -6.248
O 47.031 -2.116 -3.295
O 28.382 -7.645 23.162
O 25.796 -4.529 -0.991
O -31.646 -2.01 -1.514
O -20.022 4.376 23.217
O -44.46 2.332 -3.069
O 41.251 -3.488 24.445
O 35.528 0.075 22.388
O 39.09 2.412 25.311
O 35.585 5.509 22.543
O 33.91 3.608 23.51
O 37.449 7.278 23.4
O 36.736 -6.72 24.446
O 36.438 -4.41 23.261
O 38.222 -2.724 22.363
O 39.929 -0.932 23.135
O 44.559 3.812 25.655
O 43.614 2.632 22.249
O 46.644 2.424 24.759
O 42.272 -7.384 -5.59
O 39.315 3.494 22.994
O 40.977 5.409 22.271
O 38.878 -7.762 25.435
O 39.015 -7 23.024
O 41.056 -5.532 22.221
O 43.188 -4.004 22.794
O 43.103 -1.422 -5.855
O 46.549 0.126 22.186
O 45.252 -1.726 23.448
O 48.284 2.114 22.705
O -47.334 -1.41 -1.602
O 45.291 6.84 23.758
O 47.787 6.467 23.264
O 32.168 -1.056 -5.836
O 46.26 -5.525 22.181
O 44.397 -7.135 23.135
O 48.927 -3.935 25.724
O -47.532 -2.732 -6.326
O -44.496 2.022 22.685
O 43.703 -3.078 25.244
O -48.389 -1.09 -3.842
O 39.5 3.274 -5.744
O 41.626 6.566 -1.357
O -10.786 1.156 -5.473
O 47.062 7.705 25.526
O 41.262 -0.544 25.324
O -36.944 -0.267 -5.826
O 43.367 2.672 -3.72
O 44.954 3.255 -5.733
O -6.966 3.323 -2.56
O -3.249 -5.325 -5.787
O 45.94 2.33 -3.503
O 47.27 -3.198 -0.973
O -19.984 -7.218 23.441
O 42.523 -1.548 23.305
O 44.069 -5.493 -4.115
O 30.949 0.224 -3.917
O 39.251 6.104 -5.359
O 39.212 -6.301 -5.732
O 21.559 6.94 -3.154
O -5.575 2.729 22.033
O 37.793 7.782 -4.014
O -22.697 7.483 -5.902
O 48.562 2.658 -3.405
O 44.034 5.232 -3.351
O 44.005 7.831 -3.938
O 33.154 -0.303 25.482
O -8.286 -5.4 21.848
O -47.705 -6.98 -1.68
O 48.199 -4.328 23.291
O 4.212 -2.995 23.104
O -6.26 7.306 22.917
O -44.816 6.411 25.94
O -32.27 -2.579 -5.83
O 38.56 -1.291 -1.116
O 48.872 0.804 24.847
O -0.383 8.123 21.966
O 39.39 6.093 -2.766
O 44.799 5.944 -5.716
O 32.766 -8.019 22.568
O -47.37 3.873 -4.547
O 41.483 -7.092 25.792
O 37.891 -5.446 -0.305
O 38.449 -3.897 -5.074
O 41.516 4.531 -3.063
O 36.062 -7.325 -5.7
O 36.663 0.504 -0.592
O 37.157 5.205 -3.932
O 40.525 -2.815 -0.388
O 41.782 0.929 23.095
O 34.661 4.223 -4.607
O 41.679 1.924 25.807
O -46.811 -6.388 23.149
O 48.492 7.929 -3.11
O -24.089 -3.859 23.249
O -13.684 2.774 -0.467
O 46.068 8.112 -0.512
O 35.502 -7.583 -3.133
O 27.496 6.375 -6.068
O -18.419 -6.463 25.593
O 37.26 4.157 24.481
O 42.733 7.143 23.105
O 41.445 -3.496 -6.611
O 41.965 -6.958 -2.981
O -28.073 7.539 -5.936
O 39.968 -5.278 -3.391
O -45.962 -2.009 -3.954
O -44.052 -1.308 -5.871
O 46.394 -4.605 -5.018
O 39.772 -5.246 25.717
O -30.106 6.076 25.027
O 35.217 2.683 -0.142
O 33.501 4.519 -0.924
O 44.586 0.677 -5.081
O -38.019 -0.039 -0.401
O -40.909 -7.948 -3.515
O 34.471 -7.259 -0.822
O -23.734 -2.444 -3.466
O -30.63 1.526 24.982
O -32.291 -3.625 -3.443
O 35.958 -3.833 -1.067
O -27.429 -2.896 -6.298
O 38.152 -1.406 -4.779
O 41.604 1.836 -1.284
O 39.715 3.691 -1.191
O 36.312 7.189 -1.145
O 37.969 5.394 -0.235
O -17.445 1.214 23.161
O -35.697 6.93 -5.441
O 3.997 1.486 -6.796
O 42.669 4.471 -5.472
O -3.937 4.367 23.034
O 48.687 -5.815 -3.684
O -12.633 2.257 -7.063
O -43.122 -6.674 -4.109
O 45.747 2.995 -0.452
O -37.221 -2.998 22.696
O 36.551 4.818 -6.449
O 7.117 -1.626 -4.231
O 31.58 6.311 -1.103
O 39.94 2.123 -3.399
O 44.038 -3.804 -6.139
O 41.744 -4.864 -1.411
O 1.234 4.258 -1.437
O 48.723 -5.369 -0.456
O -48.048 -1.149 23.18
O -42.369 0.753 -5.592
O -15.534 4.286 -1.476
O -44.054 3.225 24.882
O -45.949 5.464 21.96
O -47.044 3.672 23.352
O -44.328 7.259 22.776
O 29.909 -2.942 25.253
O -26.77 -5.755 -0.556
O -30.433 -6.667 -6.385
O -43.374 -2.714 22.156
O -39.963 6.966 -1.548
O -41.568 -0.96 23.02
O -36.564 4.009 23.098
O -38.091 2.692 21.548
O -18.893 -5.32 22.107
O -40.712 2.687 -6.29
O -42.361 3.513 22.866
O -40.671 5.349 21.973
O -42.705 7.329 24.759
O -42.384 -7.289 22.848
O -40.849 -5.459 21.978
O -39.39 5.964 24.692
O -34.699 8.187 24.982
O -35.598 -1.07 22.857
O -34.438 1.12 23.208
O -24.645 -7.814 -0.538
O 14.206 -5.771 -5.284
O 4.644 1.273 -1.369
O -42.454 3.522 -1.642
O -34.655 5.66 25.489
O 47.936 -1.741 -5.712
O -35.38 -5.502 21.842
O -36.814 6.658 24.382
O -10.879 -2.819 25.534
O -27.684 -6.424 25.816
O 45.038 -6.19 -6.562
O -35.219 -3.832 25.079
O -34.219 1.932 -1.389
O -8.98 1.575 -2.622
O -43.863 -5.16 -0.483
O -5.463 5.443 -0.356
O -35.502 2.809 25.178
O -37.06 -8.103 -3.605
O -32.362 -5.209 -5.479
O -16.995 7.669 25.336
O -26.851 -1.629 -1.683
O -25.742 -8.101 25.955
O -4.56 -5.122 -3.488
O -33.941 -3.484 -1.361
O -38.296 6.613 -5.206
O -17.106 1.014 25.646
O -34.467 -3.777 -4.97
O 47.446 0.347 -4.097
O 12.75 -2.191 -0.857
O -35.125 -5.837 -6.46
O -39.043 -1.31 -4.814
O -37.822 0.356 -3.259
O 3.167 6.286 -4.782
O -17.629 -4.221 -1.429
O -14.598 0.45 25.24
O -39.19 -4.14 -1.758
O -40.365 5.549 -6.525
O -48.03 -1.441 25.772
O -42.549 1.159 24.178
O -32.506 -5.417 -0.533
O -33.752 -3.845 22.844
O 38.119 1.2 -5.211
O -32.642 -3.369 25.058
O -25.337 -5.439 25.893
O -23.191 7.5 22.882
O -43.618 -0.184 -3.308
O -11.822 -3.784 -1.464
O 48.584 5.308 -3.586
O -18.824 5.776 25.17
O -35.713 2.019 -6.164
O -48.624 -8.101 22.227
O -13.116 -5.539 -2.839
O -37.703 4.168 25.514
O -32.953 1.787 -3.743
O 20.749 -1.318 -5.321
O -7.251 -0.435 -2.443
O -26.067 3.303 22.892
O -44.54 0.676 -1.074
O 9.64 6.157 -5.021
O -6.572 -0.85 -6.647
O -40.839 -2.69 -0.41
O -40.02 1.557 22.71
O -12.92 -1.471 24.515
O -20.887 -1.28 23.273
O -31.167 -6.291 22.935
O 34.948 -2.131 26.005
O -11.818 5.851 -3.708
O -46.227 0.408 -3.128
O -35.375 8.132 -0.644
O -27.565 6.717 24.959
O -36.479 -1.742 -3.8
O -23.156 -7.679 -3.644
O -20.478 1.545 -6.138
O -38.74 7.155 22.55
O 45.34 -4.073 -2.407
O -35.226 0.522 -3.291
O -30.747 -6.989 -1.737
O -1.1 -7.676 -5.844
O -29.423 7.732 -3.663
O 10.676 -2.826 22.367
O -36.664 5.468 -3.472
O -39.631 1.815 -4.203
O -32.454 6.017 -3.797
O 20.509 4.684 -2.281
O -8.882 -1.068 23.08
O -35.142 3.199 -3.493
O -20.292 7.681 -2.341
O 39.235 -2.166 -6.957
O -16.217 -6.324 -1.182
O -38.573 -7.777 24.741
O -47.281 -7.413 -4.218
O -2.766 7.336 -4.266
O 5.14 -0.555 -3.114
O -23.337 -1.433 24.103
O 0.087 -2.993 25.135
O 37.431 -5.969 -3.865
O -15.228 -1.416 23.375
O -44.985 6.877 -1.62
O -43.649 5.311 -0.19
O -34.91 4.509 -6.181
O -19.054 3.004 -0.718
O -36.993 -6.383 -1.661
O 20.438 -0.364 26.239
O -42.977 -1.678 -1.328
O 9.704 1.721 -3.486
O -39.529 1.633 -1.588
O -35.883 -1.288 -1.342
O -41.421 -1.733 -5.87
O -32.732 0.037 -0.432
O -20.636 5.094 -1.559
O -38.124 5.427 -0.514
O 47.65 6.2 -1.33
O -4.306 -7.273 22.88
O -10.318 -7.013 25.955
O -20.517 -1.288 -1.59
O -27.312 8.037 22.06
O 3.568 6.692 23.152
O -30.694 6.728 -5.691
O -30.005 -0.137 22.054
O -28.486 1.471 23.305
O -18.625 -6.552 -2.371
O 15.268 0.03 -6.441
O -28.995 6.275 22.793
O -33.095 1.966 25.88
O -29.333 -7.759 24.051
O -33.647 6.405 -1.499
O -28.825 -5.205 22.939
O -27.397 -3.024 22.127
O -25.657 -1.59 23.213
O -15.138 2.964 25.522
O -21.874 2.781 22.242
O -24.306 2.139 -1.596
O -22.645 -6.241 -5.784
O -1.972 -1.577 -2.544
O -24.603 5.399 22.119
O -20.871 -6.445 -3.767
O -21.684 2.149 25.894
O 28.657 5.858 -3.784
O -27.342 5.699 -0.581
O -40.136 0.511 24.908
O -28.513 1.219 -1.797
O -19.17 -0.03 21.868
O 23.195 1.489 -1.958
O -6.247 -4.246 -1.492
O -44.447 7.353 -4.06
O -43.516 -2.756 -3.777
O -17.646 6.471 23.04
O -25.119 -2.863 25.445
O 2.331 -1.945 -4.096
O 45.67 -1.262 26.11
O -19.236 -3.474 24.25
O -21.882 6.233 -3.691
O -11.797 3.609 -4.982
O -17.861 -1.225 24.405
O -5.883 -4.776 -7.167
O -37.691 3 -2.902
O -22.618 6.836 -1.283
O -0.241 3.018 22.101
O -20.898 -6.381 -1.13
O -25.951 1.526 24.965
O -11.141 -6.177 -0.887
O -15.914 -6.276 25.318
O -31.633 2.476 -5.895
O -21.544 -2.923 25.279
O 32.493 5.005 -3.257
O -28.733 7.821 -1.147
O -23.095 -4.977 -3.645
O 27.376 4.181 25.616
O 28.801 -1.28 -3.449
O 0.689 4.492 25.337
O 5.21 -5.145 -0.202
O -21.556 -0.402 25.729
O 7.68 3.18 -4.136
O -16.192 2.149 -5.914
O -16.74 -5.424 -3.627
O -28.185 -3.908 -1.69
O -8.568 4.563 25.725
O -18.672 3.14 -5.059
O -3.677 -3.571 -1.591
O -14.945 4.007 23.167
O -31.144 -1.447 25.796
O -4.451 -6.116 -1.113
O 6.992 -6.348 23.295
O -17.324 -3.113 22.529
O -31.085 4.385 23.259
O -16.754 -3.717 24.929
O -2.235 -6.47 -3.703
O -29.506 -4.283 -5.799
O -31.548 -1.848 23.19
O -10.894 5.412 -0.222
O -31.777 -0.086 -5.206
O -19.093 -1.556 -3.878
O -7.728 2.088 -0.417
O -32.738 8.132 22.089
O 13.709 -2.953 -5.376
O -12.473 -6.688 24.204
O -21.526 -3.925 22.902
O -4.15 0.026 -6.194
O -3.555 -0.356 22.648
O -6.814 -3.855 23.097
O -33.542 -0.935 24.609
O 2.606 6.325 25.504
O -24.657 -2.72 -0.562
O -24.039 1.598 23.115
O -21.988 1.012 -1.565
O 31.606 -4.71 -3.692
O -14.439 -6.085 22.593
O -21.268 3.943 -5.48
O -15.048 7.019 -1.905
O -12.38 -4.449 22.914
O -19.121 -7.935 -0.014
O -26.158 -3.374 -3.449
O -7.317 1.011 22.939
O -1.869 0.904 -3.35
O -16.412 5.63 -3.565
O 24.982 -2.519 25.233
O -12.377 0.973 -1.756
O 20.825 3.331 25.05
O -16.004 -3.68 -6.472
O 22.976 4.798 25.417
O -14.817 0.713 -2.671
O -8.118 5.66 22.121
O -4.722 -2.67 22.233
O -17.042 -1.483 -5.411
O -24.184 3.729 -3.73
O -30.077 2.847 -0.623
O -31.926 4.433 -1.578
O 46.297 6.598 -3.603
O -28.537 -2.551 -3.879
O 14.267 5.133 -5.514
O 19.831 7.763 -4.96
O -21.107 6.575 24.064
O -31.023 6.792 -1.773
O -0.645 0.244 -1.108
O 48.929 3.483 24.911
O 8.016 -5.456 -5.509
O -30.375 1.504 -3.719
O -9.457 -6.126 -5.43
O 32.253 3.232 -5.222
O -4.887 -3.293 24.796
O -12.769 -0.816 -3.688
O -36.72 -5.99 25.36
O -3.7 2.652 -6.167
O -10.774 -0.167 25.068
O -23.713 4.835 -6.498
O 47.471 -6.755 -5.851
O -21.21 -3.044 -3.446
O -28.004 0.369 -4.163
O -5.544 -7.765 25.1
O -17.209 1.285 -1.514
O 24.293 -2.59 -5.657
O 44.422 -6.363 -1.466
O -5.684 0.389 -0.066
O -8.236 0.848 -5.621
O -25.737 1.562 -3.793
O -9.785 7.686 -7.198
O -4.708 -1.071 -1.739
O -36.052 4.118 -1.285
O 0.083 5.454 -3.426
O -12.089 8.074 22.146
O -9.936 -3.94 -6.807
O -13.671 0.186 22.169
O -21.382 -0.397 -3.788
O -13.533 5.795 21.996
O -1.854 2.554 -1.34
O -9.558 -0.585 -3.831
O 22.643 -4.503 -4.997
O -32.36 -7.624 26.175
O -2.464 3.417 -3.909
O -14.168 -4.571 24.715
O -10.795 -2.625 22.105
O 24.607 -3.918 -3.344
O -46.79 3.309 26.164
O -18.992 -2.588 -0.083
O -12.796 -0.55 -6.424
O -1.679 -1.271 24.255
O -9.806 4.173 23.292
O 39.098 1.22 -1.116
O -25.705 -0.971 -4.545
O 2.619 -7.503 24.491
O -10.119 -6.744 22.904
O 18.098 -1.033 25.274
O -10.551 -8.105 -4.092
O -45.896 -5.029 25.359
O -33.26 6.537 -6.249
O 13.412 -0.219 -4.579
O -15.726 -0.575 -0.575
O 5.946 -6.779 -6.353
O -29.029 3.583 24.743
O -13.849 -7.312 -0.82
O 31.42 4.242 23.686
O -2.831 -5.31 22.041
O -32.322 -7.79 -4.859
O 12.724 3.457 -1.014
O -38.751 4.056 -5.181
O -16.202 -7.973 22.041
O -34.58 6.458 22.977
O 12.866 -6.925 -3.483
O -17.58 6.991 -1.588
O 15.616 2.601 23.227
O -14.048 4.358 -3.644
O 33.929 6.851 -2.142
O 11.091 -2.339 25.758
O 22.939 4.794 -3.543
O -4.687 -2.615 -6.218
O -39.677 -3.369 23.024
O -41.162 -5.358 -2.965
O 41.543 6.999 -3.946
O -45.207 4.374 -6.01
O -1.129 -3.722 -1.392
O -28.249 1.278 25.964
O -42.056 -1.105 25.587
O 14.001 6.331 -3.039
O -17.841 0.814 -4.356
O -12.467 7.631 -7.023
O -13.145 1.585 -4.395
O -9.597 -0.612 -1.224
O 46.714 5.107 25.169
O -10.539 -5.476 -3.234
O 16.487 -0.073 -0.087
O -6.307 -1.324 23.69
O -13.697 5.225 25.238
O -7.099 7.054 -1.406
O -20.795 -5.428 25.065
O 13.791 8.074 -0.169
O 0.264 -5.514 -0.295
O -1.137 -3.488 22.879
O 42.968 0.888 -7.095
O 36.73 -2.657 -6.738
O -41.254 -1.484 -3.301
O -7.538 6.829 -6.228
O 33.591 -0.661 -3.774
O 47.633 -1.444 24.423
O -16.455 3.047 -3.589
O 26.731 -2.6 -2.5
O 43.602 5.07 -0.384
O -14.783 -6.397 -4.937
O -42.3 3.105 -4.23
O 5.363 2.923 25.327
O -47.792 4.093 -1.842
O -7.471 8.015 -3.795
O 8.285 -5.336 -2.527
O -16.295 5.231 25.007
O 10.158 -5.398 -7.049
O 9.433 1.442 -0.992
O -9.801 5.933 -5.28
O -8.146 -2.643 -0.481
O -22.604 -3.898 -1.416
O -26.074 6.247 -7.097
O -9.765 -1.262 -6.256
O -13.413 -8.002 -3.421
O -37.866 1.932 24.22
O -46.082 0.072 22.073
O -44.507 -6.976 24.341
O -2.728 -8.065 -0.411
O 14.994 3.998 -2.233
O -47.262 -5.32 -5.866
O -13.727 -2.398 -0.436
O -9.951 2.359 25.098
O 40.724 0.955 -5.635
O 7.916 -0.082 22.307
O 18.855 1.553 25.393
O -43.181 2.993 -6.7
O -42.435 6.576 -2.441
O 25.745 3.81 -5.551
O 18.477 -3.463 -5.557
O -42.446 -7.077 -1.56
O -2.289 -3.85 -3.792
O 15.693 2.981 25.939
O 0.896 -2.734 -6.216
O -25.247 4.913 -1.749
O 26.559 -6.994 24.854
O -36.766 -7.286 22.952
O -20.388 -7.934 26.049
O -6.053 1.67 -6.987
O -12.14 -6.363 -5.089
O -16.542 -8.061 -3.774
O -38.665 -5.871 -3.64
O -9.261 3.901 -1.41
O 11.355 5.156 -6.794
O -28.847 5.278 -4.849
O -26.492 4.904 -4.069
O 2.317 -6.997 -0.921
O -12.421 7 -1.392
O 47.503 -6.045 25.293
O -1.558 1.161 23.168
O -6.661 -6.979 -5.885
O 7.375 7.052 -5.655
O -0.375 6.916 25.143
O -32.661 2.664 22.17
O -44.867 -4.658 23.027
O -39.982 -3.587 -4.325
O 37.448 0.286 -2.958
O -43.164 7.968 -6.196
O 25.651 4.995 -3.154
O 9.828 6.929 23.262
O -38.27 1.829 -6.563
O 11.308 8.142 25.155
O -20.941 4.589 25.736
O -36.856 -3.873 -6.073
O -47.26 5.652 25.119
O 38.866 5.819 25.771
O -29.998 -5.507 25.246
O -24.426 6.385 -3.959
O 45.177 -1.642 -1.465
O -40.026 3.303 24.747
O 47.353 1.216 -1.581
O -35.913 -0.006 25.229
O -5.443 -1.077 -4.214
O -19.532 0.889 24.756
O -12.01 1.657 23.587
O -38.326 -5.355 23.496
O 7.316 0.767 -5.068
O -29.806 -1.685 -6.028
O -9.341 6.49 -2.722
O 5.767 -4.193 -5.923
O -26.004 -6.712 23.625
O 10.311 3.64 -5.002
O 24.915 -7.454 -2.827
O -3.183 7.47 -6.834
O 31.127 -5.212 25.436
O 9.837 5.887 25.915
O 32.275 3.149 25.829
O 36.391 6.385 25.859
O 40.897 4.32 25.954
O -14.464 -2.095 -5.142
O 35.388 -4.736 25.661
O -7.698 -0.005 25.323
O 13.495 1.894 -2.983
O 32.726 5.747 -5.724
O 5.278 -8.002 22.201
O -3.968 6.718 24.169
O -22.804 -8.093 25.399
O 16.855 -1.497 -4.849
O -23.435 5.794 24.872
O -17.29 -6.675 -5.913
O 5.65 4.048 23.058
O -28.262 2.984 -3.767
O 24.525 0.034 25.47
O 16.45 3.761 -5.324
O 23.449 -4.488 25.983
O 13.391 -3.678 24.816
O -45.898 -3.091 -0.422
O 37.358 1.763 23.34
O -7.672 -6.417 25.819
O 31.174 7.558 -6.936
O -24.484 3.535 24.943
O -14.979 -1.98 26.012

Results
total energy: -609913.312 eV
total energy less fixed offsets of O -438.25, Si -107.07 eV per atom: 5.888 eV

Forces (eV/angstrom) on atoms 1918 to 2600 of the 3024, counted in the order above; the others are left out for length: element, x, y, z
Si 0 -0.019 -0.006
Si 0.009 0 -0.005
Si 0.01 -0.007 0.001
Si 0.009 0.011 0
Si 0.01 0.009 0
Si 0.005 0.012 -0.002
Si -0.002 -0.01 0
Si 0.006 -0.002 0.001
Si 0.005 -0.002 -0.002
Si -0.004 -0.004 -0.003
Si 0.003 0.004 -0.001
Si -0.004 0 -0.001
Si 0.001 0 -0.003
Si 0 -0.013 0.007
Si 0.002 -0.01 0.005
Si -0.007 0.005 0.006
Si -0.005 0.002 0.004
Si 0.008 -0.005 -0.002
Si -0.007 0.007 0.004
Si 0.002 0.002 -0.001
Si -0.009 -0.009 0.003
Si 0.012 -0.01 -0.001
Si -0.013 -0.01 -0.003
Si -0.002 0.004 0
Si 0.003 -0.005 -0.002
Si -0.008 0.009 -0.006
Si -0.003 -0.001 0
Si -0.001 0.005 -0.001
Si 0.006 0.01 0.004
Si 0.005 0.005 0.003
Si 0.009 -0.005 0.005
Si -0.011 0.008 0.003
Si -0.004 -0.006 0.001
Si 0.002 0 0
Si -0.004 -0.002 -0.001
Si 0.013 -0.006 -0.006
Si -0.001 0.011 0.005
Si -0.001 0 -0.002
Si 0.012 -0.003 0.001
Si -0.002 0.003 -0.002
Si 0.005 0 0.003
Si 0.002 0.009 -0.006
Si -0.013 0.003 -0.001
Si 0.009 0.001 -0.005
Si -0.005 0.003 0.004
Si -0.009 -0.001 0.003
Si -0.002 0.008 -0.003
Si 0.001 0.009 0.001
Si 0.002 -0.017 0
Si 0.016 -0.01 0.013
Si 0.005 0.006 -0.006
Si -0.007 0.001 0.01
Si 0.007 -0.014 0.002
Si 0.005 -0.01 0.005
Si -0.012 0.006 0.002
Si -0.013 0.018 0.001
Si -0.008 -0.002 0.003
Si 0.004 0.003 0.004
Si 0.009 0 0.004
Si 0.004 -0.006 0.003
Si 0.004 -0.004 -0.008
Si 0.005 -0.002 0.004
Si -0.013 0.012 0.003
Si -0.001 0.001 0.007
Si -0.003 0.003 -0.002
Si -0.014 0.011 -0.002
Si 0.002 -0.009 -0.001
Si 0.003 -0.003 0.009
Si 0.009 -0.005 0.006
Si -0.008 0.004 -0.004
Si 0.008 -0.013 -0.004
Si 0.008 -0.01 0.006
Si -0.01 0.001 0
Si 0 -0.004 -0.003
Si 0 -0.001 0.003
Si -0.002 0.013 -0.001
Si 0.012 -0.011 0.007
Si -0.01 0.007 0.011
Si -0.003 0.004 -0.002
Si 0.011 -0.007 0.001
Si -0.008 0 0.01
Si -0.002 -0.001 0.002
Si 0.001 0.001 0.009
Si -0.011 0.007 0.005
Si 0.005 0.001 0.007
Si 0.002 -0.002 0.001
Si 0.004 -0.012 0.004
Si -0.003 -0.005 0.001
Si -0.007 0.01 -0.001
Si 0.005 -0.004 0.005
Si -0.011 0.008 -0.001
Si -0.002 -0.002 -0.003
Si 0.011 0.001 0.003
Si -0.002 0.005 0.002
Si 0.002 0 0.002
Si 0.001 -0.004 0.006
Si -0.006 -0.013 -0.001
Si -0.005 -0.005 0.002
Si -0.009 0.01 0.011
Si -0.008 0.002 0.004
Si 0.006 -0.009 0.005
Si -0.01 0.007 0.003
Si -0.003 -0.009 0.011
Si -0.001 -0.008 0.012
Si -0.007 0.007 -0.002
Si -0.009 0 0.012
Si 0.001 0.008 0.004
Si 0.02 -0.003 0.004
Si -0.015 0.014 0.001
Si -0.01 0.011 0.001
Si -0.005 -0.013 0.008
Si 0.005 -0.012 0.012
Si 0.007 -0.013 0.005
Si -0.007 0.02 0.003
Si 0 0.002 0
Si 0.003 -0.016 0.004
Si 0.002 -0.007 0.008
Si -0.002 0.003 0.009
Si -0.006 0.012 0.004
Si 0.005 0.007 0.001
Si 0.008 -0.004 0.004
Si 0.001 0.009 0.012
Si -0.006 0.005 -0.005
Si 0.003 -0.003 0.001
Si -0.008 0.002 0.002
Si 0.006 -0.004 -0.001
Si 0.003 0.001 0.001
Si -0.003 -0.008 0.001
Si 0.008 0.002 0.005
Si -0.002 0.006 0.002
Si 0.01 0.005 -0.007
Si 0.003 -0.007 -0.002
Si 0.004 -0.005 -0.001
Si 0.01 -0.013 0.008
Si -0.005 0.001 0
Si -0.007 -0.014 0
Si -0.013 -0.011 0.008
Si -0.005 0.008 -0.002
Si 0 0.003 0.001
Si -0.006 0.004 0.01
Si 0.016 0.009 0.008
Si 0.005 0.004 0.01
Si 0.006 0.008 0.01
Si -0.005 0 0.008
Si -0.004 -0.005 0.012
Si -0.004 -0.009 -0.003
Si -0.001 0.006 0.009
Si 0.002 -0.001 -0.002
Si -0.009 -0.006 0.007
Si 0.016 -0.004 0.002
Si 0.001 -0.007 -0.008
Si 0.011 0.002 0.009
Si -0.007 0.001 -0.004
Si 0.004 0.002 0.011
Si 0.01 0.01 -0.001
Si -0.003 -0.001 -0.002
Si 0 -0.008 -0.001
Si -0.006 -0.006 0.012
Si 0.011 0.013 0.008
Si -0.01 -0.002 0.003
Si 0.003 0.005 0.005
Si -0.009 -0.004 -0.007
Si 0.002 0.004 -0.003
Si 0.008 -0.008 0.003
Si -0.006 -0.009 0.001
Si -0.005 -0.004 0.005
Si -0.001 0.002 0.004
Si 0.008 -0.001 -0.004
Si 0.004 0.001 -0.001
Si -0.006 0.002 0
Si -0.001 -0.002 -0.005
Si -0.007 0 -0.007
Si 0.004 0.005 0.002
Si 0.009 0.003 0.002
Si -0.003 -0.001 0.004
Si -0.013 -0.001 0.002
Si -0.001 0.006 0.008
Si 0.013 0.01 0.003
Si -0.002 0 0
Si -0.008 0.005 0.007
Si -0.003 0.004 0.007
Si -0.005 0.002 0.004
Si 0.003 0.006 0.012
Si -0.002 0.007 0.004
Si -0.012 0.003 0.005
Si -0.002 -0.011 0.006
Si 0.003 -0.002 0.004
Si -0.003 0.002 0.003
Si 0.003 0.003 -0.004
Si 0.007 0.004 0.007
Si 0.003 -0.002 -0.001
Si -0.004 0 -0.001
Si -0.006 0.002 0.003
Si -0.003 -0.005 0.007
Si 0.004 0.007 0.001
Si 0.006 0.005 0.002
Si 0.008 -0.011 0.002
Si 0.006 0.016 0.008
Si 0.007 0.011 0.002
Si -0.003 -0.004 0.003
Si -0.005 0.002 0.004
Si -0.01 -0.004 -0.001
Si 0 -0.005 0.007
Si 0.007 -0.005 0.009
Si 0.006 0.006 0.001
Si 0.005 0.003 -0.006
Si -0.001 -0.007 0.003
Si -0.001 -0.006 -0.002
Si 0.004 0.007 0.004
Si 0.009 0 0.004
Si 0.01 -0.011 0.003
Si -0.003 0.014 0.011
Si 0.009 0.016 -0.001
Si 0.001 -0.013 -0.001
Si 0.034 0.012 -0.003
Si -0.004 0 0.005
Si -0.004 0.001 0.001
Si 0.013 -0.001 0.002
Si -0.01 -0.012 0.002
Si 0.002 0.002 0.008
Si 0.013 0.017 0.002
Si -0.004 -0.004 -0.007
Si -0.003 -0.015 -0.009
Si 0.009 -0.004 0.008
Si -0.005 -0.01 0.003
Si 0.004 -0.003 0.001
Si 0.009 0.001 0.001
Si 0.002 0.007 0.009
Si -0.002 -0.004 -0.001
Si -0.019 -0.026 0.003
Si 0.001 -0.003 0.008
Si -0.001 0.003 0.005
Si -0.006 0.004 0.012
Si 0.001 -0.001 0.005
Si 0.003 0.004 0
Si -0.006 0.004 0.004
Si -0.001 0 0.004
Si -0.008 -0.003 0.008
Si -0.005 -0.001 0
Si -0.002 0.01 -0.001
Si 0 -0.005 0.006
Si 0 0.002 0
Si 0.003 -0.008 -0.001
O 0.423 0.203 0.502
O 0.467 -0.066 -0.33
O -0.225 0.218 0.12
O 0.254 -0.236 0.395
O 0.457 -0.458 0.125
O -0.298 0.46 -0.075
O -0.183 0.241 0.133
O 0.026 0.447 -0.182
O -0.015 -0.358 0.086
O 0.084 0.301 -0.193
O 0.457 -0.144 0.203
O -0.472 -0.009 -0.457
O 0.503 -0.242 0.19
O -0.386 0.104 0.478
O 0.027 -0.413 -0.317
O 0.685 0.13 -0.524
O -0.151 0.222 0.211
O -0.353 0.206 -0.368
O 0.107 -0.026 0.307
O 0.383 -0.104 -0.013
O 0.248 0.263 0.15
O -0.546 0.05 0.211
O 0.001 -0.139 -0.322
O 0.258 0.419 0.206
O -0.224 -0.708 -0.169
O -0.486 -0.107 -0.335
O 0.02 0.086 -0.2
O -0.525 0.166 0.093
O 0.291 0.18 0.556
O 0.103 0.379 0.429
O 0.128 -0.17 0.484
O -0.068 -0.015 0.253
O 0.043 -0.088 0.21
O -0.048 0.283 -0.555
O -0.318 0.204 -0.694
O 0.206 0.506 0.465
O 0.137 -0.445 -0.081
O 0.146 -0.353 -0.323
O -0.158 0.3 -0.476
O 0.56 0.381 0.111
O -0.269 0.541 -0.183
O -0.141 0.33 -0.382
O 0.13 -0.648 0.128
O 0.181 0.154 -0.446
O -0.209 -0.132 -0.69
O -0.141 -0.082 -0.083
O -0.297 0.378 -0.025
O -0.291 0.24 -0.458
O -0.705 0.121 0.253
O -0.751 0.499 0.093
O 0.241 -0.104 -0.025
O 0.214 0.142 0.299
O 0.08 0.237 -0.436
O 0.457 0.33 -0.42
O -0.284 0.091 -0.283
O 0.707 -0.182 0.136
O -0.647 -0.534 -0.067
O -0.118 -0.197 0.561
O 0.205 -0.453 -0.255
O -0.377 0.458 0.09
O -0.258 0.464 -0.286
O 0.188 -0.036 0.441
O -0.687 0.446 -0.311
O -0.058 -0.478 -0.178
O -0.333 -0.011 -0.676
O 0.185 -0.33 0.319
O 0.142 -0.001 -0.293
O -0.018 -0.281 -0.234
O 0.112 -0.147 0.259
O -0.04 0.2 -0.013
O -0.262 -0.09 0.272
O 0.226 -0.413 0.371
O 0.613 -0.564 0.154
O -0.445 -0.094 0.365
O -0.308 -0.493 0.243
O 0.496 -0.065 0.325
O 0.132 -0.082 -0.203
O -0.714 0.318 -0.439
O 0.319 -0.06 0.259
O -0.397 -0.232 0.206
O -0.138 0.417 0.123
O -0.047 0.49 0.044
O -0.119 -0.282 -0.773
O -0.234 -0.27 -0.605
O -0.089 0.098 0.076
O 0.605 -0.113 -0.122
O 0.538 -0.065 0.095
O -0.518 -0.27 -0.053
O 0.099 -0.18 0.594
O -0.048 0.092 -0.25
O 0.048 0.004 -0.123
O -0.032 0.383 0.588
O 0.261 0.06 0.263
O 0.105 0.015 0.184
O 0.059 -0.07 0.063
O 0.19 0.014 -0.212
O 0.098 -0.633 0.267
O -0.214 0.101 -0.202
O -0.317 0.179 -0.115
O -0.149 0.255 0.159
O 0.041 0.029 -0.513
O -0.209 -0.489 -0.221
O 0.208 0.043 -0.346
O -0.313 -0.203 -0.475
O 0.109 -0.001 0.427
O -0.167 -0.524 -0.165
O -0.433 -0.034 -0.225
O -0.157 -0.052 -0.376
O 0.215 -0.227 -0.205
O 0.177 0.29 -0.477
O 0.284 -0.137 -0.123
O 0.27 0.228 0.407
O -0.496 -0.478 -0.179
O -0.144 -0.044 -0.433
O 0.023 -0.402 0.007
O -0.358 0.012 -0.588
O 0.165 -0.603 0.146
O 0.898 -0.239 -0.088
O -0.388 0.088 -0.585
O -0.088 -0.087 -0.419
O -0.163 -0.282 -0.098
O 0.567 0.259 0.084
O 0.003 -0.092 0.19
O 0.546 -0.186 0.041
O 0.019 0.051 0.389
O -0.298 0.313 0.325
O 0.547 0.065 0.204
O -0.485 0.371 0.018
O -0.264 0.054 0.683
O -0.225 -0.301 -0.621
O 0.081 -0.117 0.003
O -0.312 0.154 0.508
O -0.23 0.511 0.036
O 0.265 0.375 -0.161
O -0.207 0.282 0.265
O -0.287 0.206 0.34
O 0.128 -0.283 0.467
O -0.521 -0.4 0.142
O 0.078 -0.138 0.373
O 0.349 0.026 -0.132
O 0.061 -0.093 0.266
O -0.127 -0.011 0.44
O 0.132 -0.358 0.635
O 0.149 0.119 -0.068
O -0.631 -0.189 0.2
O -0.373 -0.06 0.235
O 0.182 0.649 0.028
O 0.016 0.137 -0.405
O 0.146 -0.169 0.557
O 0.45 -0.251 -0.291
O -0.173 0.273 0.392
O 0.446 -0.332 -0.115
O 0.018 -0.041 0.558
O 0.037 -0.084 -0.316
O 0.109 -0.438 0.398
O -0.048 -0.708 0.044
O -0.284 0.058 -0.032
O 0.31 -0.104 -0.464
O 0.378 0.303 -0.493
O -0.283 0.25 0.446
O -0.269 0.115 -0.066
O -0.124 0.106 -0.14
O -0.326 0.131 0.273
O -0.186 -0.147 0.288
O -0.451 0.127 0.296
O -0.659 0.014 0.037
O -0.043 -0.517 0.323
O -0.223 0.024 0.09
O -0.226 0.381 -0.236
O -0.01 -0.534 0.186
O 0.165 -0.492 -0.488
O -0.076 -0.634 -0.193
O 0.154 0.454 -0.295
O 0.119 -0.55 -0.211
O 0.151 0.589 -0.147
O -0.002 0.415 0.153
O 0.803 -0.167 0.177
O -0.019 -0.055 0.513
O 0.789 -0.028 -0.311
O 0.247 0.563 0.223
O 0.192 0.013 0.477
O -0.005 -0.743 -0.169
O 0.084 0.454 0.227
O -0.094 0.228 0.123
O 0.413 0.512 -0.176
O -0.332 -0.054 -0.555
O 0.084 -0.205 0.019
O 0.151 -0.162 0.045
O -0.099 0.343 0.201
O -0.16 0.406 -0.311
O -0.069 -0.324 -0.174
O 0.188 -0.317 -0.11
O -0.06 -0.611 0.074
O 0.228 0.045 0.185
O 0.248 -0.213 -0.23
O 0.06 0.153 0.267
O 0.023 -0.206 -0.234
O 0.329 0.026 0.843
O -0.052 -0.086 -0.634
O -0.157 -0.001 -0.605
O -0.633 -0.023 -0.168
O 0.393 0.25 -0.075
O -0.422 0.006 -0.094
O -0.305 0.062 -0.079
O 0.058 -0.211 -0.057
O -0.014 0.268 0.174
O -0.596 0.055 -0.028
O -0.054 -0.302 -0.418
O -0.458 -0.266 -0.049
O 0.158 -0.165 -0.775
O 0.051 0.091 -0.078
O 0.137 -0.222 -0.016
O 0.166 0.182 -0.396
O 0.068 -0.456 -0.239
O 0.273 -0.244 -0.131
O 0.632 0.015 0.1
O -0.538 -0.372 -0.644
O -0.138 0.433 -0.266
O -0.382 -0.232 0.324
O 0.774 0.02 -0.205
O -0.142 0.589 0.036
O 0.299 -0.005 -0.181
O 0.361 0.351 0.137
O 0.079 0.074 0.607
O -0.327 0.007 0.32
O 0.397 -0.027 -0.146
O -0.328 0.351 -0.343
O 0.311 -0.528 0.491
O 0.325 0.105 0.34
O -0.089 -0.26 -0.661
O 0.116 0.043 -0.008
O 0.274 -0.141 -0.151
O -0.253 0.41 -0.285
O 0.317 0.193 0.002
O -0.157 0.02 -0.417
O 0.123 -0.345 -0.221
O 0.043 0.15 -0.184
O 0.435 0.202 0.407
O 0.571 -0.251 -0.381
O -0.038 0.04 -0.579
O 0.178 -0.169 -0.57
O -0.015 -0.059 -0.482
O 0.341 0.007 -0.076
O -0.383 0.021 -0.249
O 0.23 -0.026 -0.071
O -0.177 -0.117 -0.12
O 0.521 0.072 0.231
O 0.142 -0.336 -0.237
O 0.359 -0.108 -0.266
O 0.323 -0.155 0.121
O -0.15 0.133 -0.263
O -0.395 0.242 -0.034
O 0.071 0.015 0.449
O -0.483 -0.481 0.191
O -0.119 0.133 0.08
O 0.016 -0.372 0.348
O 0.027 -0.193 0.352
O 0.174 -0.31 0.657
O 0.097 -0.048 0.242
O 0.303 0.13 0.249
O -0.352 0.276 0.584
O -0.662 0.043 -0.177
O -0.298 0.279 0.207
O -0.595 -0.454 0.154
O 0.057 0.037 0.093
O 0.129 -0.162 0.059
O 0.006 0.027 0.346
O -0.067 -0.251 0.115
O 0.112 0.189 0.125
O -0.126 0.118 0.566
O 0.809 0.037 0.08
O 0.145 -0.067 0.45
O 0.193 -0.044 0.2
O -0.46 -0.208 0.179
O 0.584 -0.049 -0.137
O -0.689 0.027 0.036
O -0.098 -0.224 -0.425
O 0.432 -0.51 0.246
O -0.423 -0.027 -0.197
O 0.1 0.189 0.06
O -0.293 0.124 0.524
O 0.214 -0.38 -0.042
O 0.092 0.331 0.285
O -0.001 0.082 0.314
O 0.538 0.098 -0.091
O 0.197 -0.038 0.046
O -0.333 0.602 0.019
O -0.039 0.358 -0.157
O -0.028 0.181 -0.229
O 0.273 -0.104 0.066
O -0.346 -0.471 0.133
O 0.528 -0.295 -0.325
O -0.497 -0.174 0.337
O 0.411 -0.021 -0.474
O -0.025 0.467 -0.346
O -0.528 -0.212 0.216
O -0.147 0.464 -0.043
O 0.284 0.317 -0.049
O 0.145 -0.558 0.104
O 0.43 0.125 -0.463
O -0.559 -0.025 -0.045
O 0.115 0.58 0.057
O 0.051 -0.174 -0.025
O 0.019 -0.608 0.013
O 0.288 0.359 0.182
O 0.37 0.131 0.638
O 0.399 0.182 0.386
O 0.149 -0.459 -0.22
O 0.121 -0.194 -0.289
O -0.044 0.009 0.564
O 0.295 0.424 0.347
O -0.053 0.305 0.505
O -0.098 -0.142 0.473
O 0.267 -0.051 -0.256
O 0.615 -0.106 -0.065
O -0.12 0.421 -0.286
O -0.285 0.064 0.267
O 0.099 -0.27 -0.088
O -0.051 -0.044 -0.313
O -0.311 -0.353 -0.4
O 0.517 -0.02 0.383
O -0.082 -0.336 0.336
O -0.367 0.065 0.398
O 0.301 0.377 -0.42
O 0.074 -0.035 0.461
O 0.051 -0.184 0.049
O 0.089 0.191 -0.528
O -0.327 0.059 -0.122
O 0.022 0.099 0.077
O 0.017 -0.661 0.044
O -0.166 0.505 -0.034
O -0.35 -0.413 -0.148
O -0.096 -0.363 0.49
O 0.31 0.264 -0.147
O 0.04 0.074 0.16
O 0.123 -0.479 0.156
O 0.309 0.366 -0.576
O -0.365 0.105 0.351
O 0.109 0.032 0.084
O -0.188 -0.455 0.293
O 0.015 0.058 -0.193
O 0.176 -0.144 -0.399
O -0.206 0.526 -0.355
O 0.018 -0.257 0.177
O 0.243 0.087 -0.012
O -0.848 0 -0.35
O -0.033 0.195 0.212
O 0.147 -0.356 0.485
O 0.056 0.116 0.125
O 0.083 0.427 0.103
O 0.19 0.363 -0.03
O -0.148 -0.269 -0.001
O -0.477 0.039 -0.236
O 0.091 0.267 -0.212
O -0.628 0.107 -0.349
O -0.159 0.142 0.452
O -0.071 0.015 -0.486
O -0.101 -0.048 -0.272
O 0.103 -0.458 0.141
O -0.104 -0.076 -0.152
O 0.551 0.182 -0.664
O 0.403 0.335 -0.342
O 0.01 0.414 0.223
O -0.259 -0.545 -0.298
O 0.633 -0.72 0.095
O -0.068 -0.138 -0.288
O -0.093 0.375 -0.209
O 0.458 -0.195 0.484
O -0.052 0.199 -0.591
O 0.287 0.259 -0.397
O 0.302 -0.061 -0.035
O -0.044 -0.073 -0.448
O 0.125 0.258 0.172
O 0.258 0.364 0.018
O -0.455 0.177 0.144
O -0.83 -0.122 -0.514
O 0.14 -0.297 0.578
O 0.284 0.489 -0.207
O -0.658 -0.085 -0.024
O 0.02 0.555 -0.055
O -0.111 0.13 -0.474
O 0.511 -0.05 0.109
O -0.031 -0.444 -0.036
O -0.012 -0.63 -0.051
O -0.31 -0.258 -0.406
O 0.007 0.144 -0.107
O 0.408 0.207 -0.051
O 0.852 -0.099 -0.163
O -0.134 0.405 -0.033
O 0.105 0.17 -0.432
O -0.269 -0.443 0.16
O 0.184 -0.173 0.575
O 0.04 0.241 -0.163
O -0.335 0.221 -0.189
O 0.19 0.079 0.249
O 0.323 -0.238 0.166
O -0.402 -0.118 0.393
O -0.512 -0.27 0.18
O -0.225 -0.221 -0.418
O 0.342 -0.542 -0.123
O -0.115 0.104 0.287
O -0.027 0.257 -0.19
O 0.3 -0.165 0.057
O 0.352 0.206 0.203
O 0.095 -0.074 0.146
O 0.051 0.036 0.426
O -0.045 0.09 -0.631
O 0.191 0.34 0.545
O 0.335 0.238 0.184
O 0.555 -0.365 -0.233
O 0.329 0.105 0.399
O 0.108 -0.008 0.229
O -0.307 0.133 -0.165
O 0.061 0.206 -0.033
O 0.472 -0.082 0.189
O 0.029 0.21 0.316
O -0.231 0.089 -0.563
O 0.334 -0.056 -0.11
O 0.589 0.237 -0.174
O 0.155 -0.285 -0.157
O -0.046 -0.221 -0.019
O -0.569 -0.018 -0.073
O -0.159 0.012 0.668
O 0.134 -0.048 0.11
O 0.177 -0.406 -0.607
O -0.032 0.129 -0.085
O -0.599 -0.41 -0.278
O -0.089 0.344 0.115
O -0.5 0.392 -0.048
O -0.26 0.277 -0.252
O -0.312 0.051 -0.206
O 0.181 0.207 -0.649
O 0.196 -0.106 -0.134
O -0.111 -0.012 -0.192
O 0.284 0.011 -0.015
O 0.506 -0.104 -0.259
O -0.143 0.536 -0.167
O 0.194 -0.247 0.25
O -0.449 0.022 -0.399
O -0.704 -0.095 -0.322
